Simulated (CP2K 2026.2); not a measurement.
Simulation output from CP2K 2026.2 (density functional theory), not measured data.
Periodic cell of 1155 atoms, Si864O291, from a study of silicon, its oxide and their interface. The atomic structure is a simulated model.
Doubt: the forces sum to 3.66 eV/angstrom along one axis rather than to zero, so they err by at least 0.0032 eV/angstrom per atom on average; the grid cutoff is modest.

Settings: functional PBE; method Gaussian and plane waves; basis set DZVP-MOLOPT-SR-GTH; pseudopotentials GTH-PBE; grid cutoff 350 Ry, relative cutoff 50 Ry; k points Gamma only; occupations fixed; spin none; net charge 0.

Cell vectors (angstrom)
a  32.64  0  0
b  0  16.32  0
c  -0.727  -1.9937  39.3271

Atoms: element, x, y, z (angstrom)
Si  31.5835  14.7115  2.9197
Si  1.8298  1.1414  3
Si  31.1973  3.9225  2.9116
Si  1.5854  6.4108  2.8643
Si  30.6626  10.1474  3.108
Si  0.6705  12.9545  2.7906
Si  3.3975  15.6382  2.8937
Si  6.7933  1.2754  2.6504
Si  3.8674  4.2561  2.8447
Si  4.6133  6.2358  39.1148
Si  3.8095  9.5743  2.3661
Si  6.5868  12.1488  2.4275
Si  10.9907  0.0501  4.1587
Si  8.4199  -0.0478  1.4554
Si  8.9417  4.5267  2.7314
Si  11.6827  7.3748  2.8226
Si  9.9302  8.9982  3.1165
Si  12.2529  11.8825  2.6858
Si  15.777  15.0474  2.7584
Si  19.1192  3.1122  1.1564
Si  12.5271  1.9484  2.0156
Si  15.3032  5.2615  1.173
Si  14.6078  9.7971  2.8309
Si  18.18  12.9846  2.4122
Si  20.7416  -0.1991  38.747
Si  22.9645  0.5967  1.9204
Si  19.8227  5.9591  1.8892
Si  21.876  5.5625  4.1044
Si  21.3756  9.58  2.4672
Si  20.3639  6.1597  39.2365
Si  25.2707  14.7696  2.0781
Si  28.4807  1.3552  2.7935
Si  25.8234  4.177  2.6651
Si  28.1452  7.1908  3.0025
Si  26.5824  8.9961  2.9813
Si  28.9496  11.8675  3.1184
Si  0.0317  0.0757  4.1473
Si  2.7962  2.772  4.322
Si  0.0339  5.2685  4.1687
Si  2.7281  8.1479  3.9426
Si  32.5502  11.0873  4.1104
Si  2.5062  13.7848  4.0454
Si  5.3435  0.0552  4.0463
Si  8.067  2.7479  4.0438
Si  5.554  5.5149  3.895
Si  8.1659  7.9773  4.2004
Si  5.2161  10.8933  3.8566
Si  8.0613  13.5516  3.8415
Si  9.6977  14.9339  2.8473
Si  14.0539  3.2357  4.276
Si  10.7734  5.4944  3.9725
Si  13.4674  8.2093  4.1493
Si  10.8537  10.8192  4.1937
Si  14.0546  13.9348  4.191
Si  16.7711  0.3657  4.176
Si  18.5494  2.1269  4.1093
Si  15.7753  4.9526  4.1732
Si  19.1947  8.0846  3.9291
Si  16.398  10.8634  3.9781
Si  19.4897  13.9489  4.1495
Si  21.2235  15.6922  4.152
Si  24.394  2.7169  3.8767
Si  23.2957  7.0857  3.0742
Si  24.7956  8.2481  4.3122
Si  22.2564  11.2112  4.0512
Si  23.9752  12.9827  4.1027
Si  27.1464  -0.0111  4.133
Si  29.8267  2.6193  4.2436
Si  27.1463  5.4328  4.1894
Si  29.8877  8.1982  4.2062
Si  27.2884  10.7882  4.3078
Si  29.9574  13.6399  4.2473
Si  31.2606  1.3247  5.535
Si  1.3609  4.0464  5.6214
Si  31.308  6.7622  5.4176
Si  1.3375  9.5676  5.2894
Si  31.2832  12.3067  5.6541
Si  1.315  15.0547  5.596
Si  4.1747  1.4026  5.5845
Si  6.7375  4.1077  5.4252
Si  4.1569  6.8541  5.3228
Si  6.7088  9.5472  5.2601
Si  3.9404  12.297  5.2773
Si  6.7482  14.9281  5.2888
Si  9.5155  1.4142  5.3922
Si  12.2045  4.1825  5.3962
Si  9.523  6.7096  5.5893
Si  12.2576  9.5815  5.5943
Si  9.4358  12.2788  5.3373
Si  12.4364  15.0934  5.5066
Si  15.0648  1.4324  5.4534
Si  17.6278  3.9974  5.3231
Si  14.8501  6.757  5.401
Si  17.6539  9.3512  5.2672
Si  15.1318  12.265  5.4372
Si  17.8151  15.0006  5.4988
Si  20.2959  1.1769  5.4094
Si  23.0523  3.9769  5.3528
Si  20.4938  6.8579  5.4732
Si  23.2581  9.5963  5.4899
Si  20.5063  12.1919  5.3706
Si  23.0136  14.7565  5.4013
Si  25.7313  1.3782  5.3654
Si  28.521  4.0723  5.5115
Si  25.8647  6.7137  5.6647
Si  28.5729  9.4354  5.7089
Si  25.7679  12.154  5.447
Si  28.5284  14.9934  5.5049
Si  29.9035  -0.0216  6.8885
Si  -0.0222  2.6808  6.9109
Si  29.9286  5.4362  6.8243
Si  0.0214  8.1863  6.7309
Si  29.9292  10.8835  6.9446
Si  0.0011  13.6665  6.9575
Si  2.755  0.045  6.8815
Si  5.4818  2.7779  6.8957
Si  2.7894  5.4988  6.7767
Si  5.4375  8.2102  6.7418
Si  2.6682  10.9124  6.7127
Si  5.3873  13.5872  6.6771
Si  8.1364  -0.011  6.6882
Si  10.8783  2.7716  6.7577
Si  8.1269  5.3753  6.8605
Si  10.8675  8.1717  6.8695
Si  8.1002  10.884  6.6836
Si  10.9282  13.6339  6.6698
Si  13.7012  0.1259  6.8701
Si  16.3583  2.7589  6.8784
Si  13.5052  5.5019  6.849
Si  16.2897  8.0969  6.7112
Si  13.6946  10.9451  6.8104
Si  16.4269  13.6288  6.8089
Si  19.0681  -0.0373  6.9678
Si  21.6881  2.6181  6.6944
Si  19.0332  5.4155  6.6614
Si  21.8387  8.2146  6.8038
Si  19.0524  10.7884  6.6243
Si  21.7502  13.4878  6.8998
Si  24.3907  -0.0702  6.6843
Si  27.1146  2.6993  6.7998
Si  24.3834  5.3412  6.8231
Si  27.2141  8.0696  7.0102
Si  24.5356  10.8594  6.9538
Si  27.1362  13.5816  6.7736
Si  31.2472  14.9779  8.281
Si  1.3703  1.3601  8.2466
Si  31.265  4.0796  8.2073
Si  1.3932  6.8462  8.1215
Si  31.3285  9.497  8.198
Si  1.3792  12.2358  8.1882
Si  4.1074  14.9409  8.1481
Si  6.8482  1.3478  8.1514
Si  4.0868  4.132  8.1959
Si  6.7842  6.833  8.1316
Si  4.0583  9.5644  8.0944
Si  6.7624  12.2471  8.0663
Si  9.5416  14.9744  8.0555
Si  12.2527  1.4391  8.1583
Si  9.5241  4.0564  8.1942
Si  12.2155  6.8436  8.2444
Si  9.4652  9.5609  8.1176
Si  12.2571  12.2873  8.1049
Si  15.0296  14.9904  8.1606
Si  17.6898  1.371  8.2365
Si  14.9276  4.1205  8.1571
Si  17.6768  6.7572  8.0745
Si  15.008  9.5091  8.124
Si  17.7682  12.1934  8.0939
Si  20.4294  14.8946  8.2494
Si  23.0654  1.2955  8.0934
Si  20.369  4.0415  8.065
Si  23.1028  6.7785  8.1705
Si  20.4068  9.5344  8.1123
Si  23.14  12.2043  8.263
Si  25.7826  14.9589  8.1198
Si  28.5114  1.3655  8.1746
Si  25.7802  4.0339  8.1911
Si  28.6113  6.734  8.2789
Si  25.8525  9.4744  8.2895
Si  28.5032  12.2527  8.1999
Si  0.0001  0.0095  9.5961
Si  2.7298  2.7568  9.5525
Si  0.0269  5.4662  9.5043
Si  2.7305  8.2003  9.5022
Si  0.0255  10.8734  9.552
Si  2.752  13.5931  9.5297
Si  5.4665  -0.006  9.5002
Si  8.188  2.687  9.5446
Si  5.4499  5.4854  9.5354
Si  8.1414  8.1868  9.4998
Si  5.4277  10.903  9.4745
Si  8.1646  13.6081  9.4242
Si  10.8876  0.0129  9.4624
Si  13.5959  2.7647  9.5436
Si  10.859  5.4482  9.5513
Si  13.6247  8.1989  9.5274
Si  10.8791  10.9117  9.4534
Si  13.6188  13.6311  9.4828
Si  16.3385  0.0034  9.5701
Si  19.0592  2.7391  9.534
Si  16.3162  5.461  9.4981
Si  19.0381  8.1387  9.446
Si  16.3716  10.8696  9.4748
Si  19.0528  13.5367  9.55
Si  21.7708  -0.0226  9.5504
Si  24.4212  2.654  9.5034
Si  21.7122  5.4081  9.4744
Si  24.4611  8.1059  9.5736
Si  21.7417  10.8465  9.5541
Si  24.4845  13.6111  9.5591
Si  27.1548  -0.0164  9.5105
Si  29.8849  2.7196  9.5459
Si  27.1774  5.381  9.5572
Si  29.9687  8.1445  9.5747
Si  27.2047  10.8739  9.5925
Si  29.8738  13.5934  9.5748
Si  31.2176  1.338  21.7805
Si  1.3074  4.0455  21.7695
Si  31.2699  6.8062  21.7244
Si  1.3565  9.5355  21.7477
Si  31.2667  12.2602  21.7845
Si  1.3214  14.9119  21.7461
Si  4.0641  1.3224  21.75
Si  6.8147  4.0286  21.7256
Si  4.056  6.7765  21.7089
Si  6.8026  9.5048  21.7347
Si  4.0968  12.2495  21.7651
Si  6.8234  14.9851  21.7686
Si  9.517  1.3519  21.8114
Si  12.2212  4.0727  21.8227
Si  9.5466  6.7611  21.7719
Si  12.2835  9.5107  21.7665
Si  9.5628  12.256  21.7377
Si  12.2451  14.9699  21.7502
Si  14.956  1.3749  21.7619
Si  17.6762  4.0959  21.7633
Si  14.9569  6.7945  21.7866
Si  17.6608  9.4857  21.7598
Si  14.9742  12.2135  21.7478
Si  17.6868  14.9721  21.748
Si  20.415  1.3873  21.7335
Si  23.1141  4.0795  21.7541
Si  20.3844  6.7861  21.7483
Si  23.1287  9.5524  21.7296
Si  20.4225  12.2607  21.7444
Si  23.165  14.9794  21.7643
Si  25.8194  1.3391  21.7716
Si  28.5281  4.0469  21.7428
Si  25.8274  6.8267  21.7258
Si  28.5775  9.5746  21.7595
Si  25.8624  12.3035  21.7867
Si  28.5439  14.9972  21.8035
Si  29.8643  0.024  23.2168
Si  -0.0786  2.6824  23.1401
Si  29.9028  5.4233  23.0452
Si  -0.0348  8.1896  23.0837
Si  29.8982  10.9487  23.1724
Si  -0.0296  13.6004  23.1738
Si  2.6759  -0.0542  23.0779
Si  5.4597  2.6665  23.0832
Si  2.7027  5.4138  23.073
Si  5.406  8.1362  23.0571
Si  2.7239  10.8912  23.114
Si  5.459  13.6361  23.1127
Si  8.1721  -0.0137  23.1977
Si  10.8587  2.7033  23.2105
Si  8.1811  5.3565  23.0954
Si  10.9418  8.1227  23.106
Si  8.1984  10.8745  23.0449
Si  10.9179  13.6063  23.1264
Si  13.574  0.0307  23.1114
Si  16.3224  2.7335  23.1181
Si  13.5959  5.4475  23.1649
Si  16.3122  8.1346  23.176
Si  13.6507  10.8538  23.1501
Si  16.325  13.5901  23.0835
Si  19.0569  0.0385  23.077
Si  21.7573  2.7291  23.1287
Si  19.0217  5.4505  23.1466
Si  21.7854  8.1469  23.0486
Si  19.0361  10.8798  23.0491
Si  21.8246  13.6087  23.0999
Si  24.4983  -0.0042  23.1938
Si  27.1696  2.6868  23.1257
Si  24.4799  5.4559  23.0821
Si  27.191  8.207  23.0541
Si  24.4704  10.9451  23.0908
Si  27.1851  13.6889  23.2034
Si  31.2323  14.9585  24.5545
Si  1.2643  1.2359  24.4328
Si  31.1549  4.0462  24.4746
Si  1.328  6.7979  24.3856
Si  31.2837  9.569  24.4847
Si  1.3842  12.25  24.5071
Si  4.0574  14.9763  24.4704
Si  6.7782  1.3572  24.5456
Si  4.0572  4.0011  24.3868
Si  6.7492  6.7081  24.3359
Si  4.0879  9.5092  24.4478
Si  6.8838  12.2686  24.3915
Si  9.5768  14.9344  24.5391
Si  12.226  1.3254  24.5663
Si  9.4906  4.0622  24.5926
Si  12.2675  6.8078  24.5721
Si  9.5742  9.5142  24.3748
Si  12.3249  12.2714  24.4618
Si  14.9815  15.0036  24.3966
Si  17.7371  1.42  24.4588
Si  14.9441  4.0604  24.4933
Si  17.6726  6.7874  24.5577
Si  14.9543  9.4668  24.5793
Si  17.6566  12.187  24.4255
Si  20.4305  14.9765  24.3739
Si  23.1121  1.3723  24.4958
Si  20.4032  4.0991  24.4922
Si  23.11  6.7904  24.4424
Si  20.4544  9.549  24.3475
Si  23.204  12.324  24.5312
Si  25.8592  15.0295  24.6711
Si  28.439  1.3488  24.6056
Si  25.8463  4.1072  24.4288
Si  28.5602  6.8211  24.3449
Si  25.8306  9.5733  24.3944
Si  28.5403  12.3375  24.5578
Si  -0.059  -0.0406  25.9503
Si  2.6919  2.5644  25.6651
Si  -0.0411  5.4185  25.6968
Si  2.6346  8.1777  25.7649
Si  0.0308  10.902  25.8835
Si  2.7569  13.612  25.866
Si  5.3516  0.0191  25.8811
Si  8.1131  2.689  25.9804
Si  5.3948  5.3725  25.7245
Si  8.1632  8.0648  25.5651
Si  5.5269  10.9108  25.691
Si  8.228  13.5364  25.859
Si  10.9091  -0.0598  25.9823
Si  13.5973  2.713  25.8862
Si  10.8929  5.4444  25.9255
Si  13.6186  8.1162  26.0396
Si  10.9644  10.8591  25.7312
Si  13.6904  13.6807  25.8165
Si  16.3649  0.0247  25.7183
Si  19.0674  2.7634  25.8929
Si  16.2845  5.3563  25.912
Si  19.1204  8.259  25.7457
Si  16.3316  10.8578  25.8871
Si  19.0918  13.5597  25.6415
Si  21.7257  -0.0187  25.8087
Si  24.4479  2.8181  25.7925
Si  21.7294  5.4817  25.85
Si  24.5206  8.1626  25.7095
Si  21.8183  10.872  25.7196
Si  24.5299  13.6576  26.0514
Si  27.1239  0.0883  26.1803
Si  29.7254  2.7754  25.9254
Si  27.2589  5.4749  25.7255
Si  29.8616  8.1743  25.7211
Si  27.0873  10.9793  25.7952
Si  29.8685  13.6923  26.0045
Si  31.0626  1.347  27.1968
Si  1.2483  3.8618  26.8918
Si  31.2504  6.8037  27.0054
Si  1.3742  9.5103  27.2541
Si  0.0096  13.5103  28.7286
Si  1.3608  14.8737  27.312
Si  3.8866  1.3101  27.2624
Si  6.5669  4.0047  27.2291
Si  3.8763  6.6343  26.9677
Si  6.9847  9.5356  26.8872
Si  4.2057  12.2199  27.1116
Si  6.7459  14.902  27.0786
Si  9.4693  1.2672  27.3317
Si  12.215  4.0354  27.2987
Si  9.5095  6.9415  27.1077
Si  12.225  9.5943  27.2823
Si  9.6835  12.171  27.1769
Si  12.373  14.9313  27.3417
Si  15.0826  1.3729  27.1383
Si  17.718  4.0787  27.3188
Si  14.9682  6.6619  27.3979
Si  17.7903  9.5358  27.195
Si  15.0201  12.3147  27.1928
Si  17.7476  14.9127  26.9378
Si  20.4109  1.3502  27.2053
Si  23.0842  4.1304  27.1953
Si  20.4111  6.9156  27.1531
Si  23.1978  9.5096  27.0421
Si  20.435  12.2261  27.0031
Si  23.0811  -1.2464  27.2994
Si  25.6933  1.6705  27.4169
Si  28.4255  4.233  27.3573
Si  25.866  6.7815  27.0241
Si  28.4341  9.5481  26.9958
Si  25.8692  12.2063  27.4489
Si  28.5224  -1.3357  27.5832
Si  29.9527  0.0927  28.887
Si  -0.1325  2.7063  28.3687
Si  30.028  5.5254  28.5532
Si  -0.1185  8.1227  28.4611
Si  29.7686  10.8927  28.3498
Si  31.2958  12.2633  27.2412
Si  2.4895  0.0941  28.7392
Si  4.8696  3.0032  28.5306
Si  2.6451  5.1203  28.1788
Si  5.1495  7.5761  28.6087
Si  2.9151  10.8607  28.4546
Si  5.7156  13.3865  28.5128
Si  8.056  -0.2226  28.5289
Si  10.8183  2.6622  28.6423
Si  8.7036  3.7158  30.7401
Si  10.3557  8.6648  28.4062
Si  8.6988  10.3402  28.2579
Si  11.4361  13.0784  28.5198
Si  13.9255  -0.0602  28.5757
Si  16.491  2.5457  28.6536
Si  13.6754  5.1251  28.7948
Si  16.89  7.6739  28.3603
Si  13.2383  11.3916  28.439
Si  16.5891  13.5739  28.4539
Si  19.0886  -0.1817  28.3876
Si  22.0257  2.4539  28.5164
Si  18.6397  5.9892  28.3902
Si  21.9271  8.1717  28.4535
Si  19.2066  10.925  28.5254
Si  21.7904  13.4619  28.4538
Si  23.8001  0.738  28.4918
Si  26.4714  3.6384  28.7104
Si  24.6803  5.3319  28.4418
Si  27.1776  8.1556  28.3943
Si  24.5028  10.6611  28.6357
Si  27.5972  13.1442  28.8619
Si  31.7949  -0.9429  29.9469
Si  0.6117  1.006  29.8086
Si  31.8829  4.5108  29.7131
Si  2.0179  11.5557  34.4556
Si  30.6993  9.1877  29.7069
Si  1.6339  12.1918  29.8817
Si  3.735  14.4248  30.6898
Si  6.578  1.533  30.6628
Si  2.8607  4.7567  32.6573
Si  10.8493  3.424  32.5054
Si  4.3456  9.8718  30.0664
Si  7.2914  11.1307  29.8931
Si  9.7684  14.4862  30.5714
Si  13.3145  1.5458  30.1675
Si  7.3356  5.4687  28.8552
Si  12.497  5.3713  30.8466
Si  10.7371  7.8297  30.5609
Si  14.2535  11.1634  30.5535
Si  15.6851  -1.0389  29.7297
Si  17.422  0.6586  29.7651
Si  14.838  3.4665  29.9908
Si  19.6159  5.9323  30.5097
Si  15.5066  8.2772  32.7061
Si  18.3198  12.7013  29.8328
Si  20.0259  14.3897  29.6291
Si  24.02  -0.2815  31.4322
Si  22.8636  2.1761  32.9696
Si  23.6782  7.1713  29.737
Si  20.9767  9.9375  29.7216
Si  22.6753  11.6363  29.72
Si  26.7318  -0.6859  32.8107
Si  28.6735  1.3413  31.5264
Si  26.885  3.8926  31.0466
Si  28.5515  6.6061  31.5819
Si  25.4639  8.8274  29.8689
Si  27.9152  13.21  31.9022
Si  -0.5674  2.5852  35.0279
Si  8.0926  6.3689  37.7371
Si  5.3958  2.2255  1.0498
Si  30.9167  9.7223  32.0093
Si  26.1195  8.443  32.1697
Si  14.8386  3.7287  35.2916
Si  7.1997  6.4992  34.9028
Si  10.5606  0.2717  32.6197
Si  11.9682  4.1778  35.3397
Si  2.1373  10.0073  31.9312
Si  5.4509  4.2265  33.9731
Si  18.5019  12.4158  35.0059
Si  11.1581  14.0645  1.2292
Si  8.3628  12.4884  32.4259
Si  9.6214  7.995  33.3917
Si  12.6614  6.7009  0.7992
Si  4.6551  7.6568  36.1748
Si  22.4907  12.4972  36.6507
Si  23.4534  7.0182  32.8066
Si  20.3119  14.6907  31.8943
Si  13.77  13.3013  37.0406
Si  21.3301  3.447  30.6271
Si  18.1197  5.9849  37.2285
Si  12.5849  11.06  35.7906
Si  15.0208  14.0503  31.5957
Si  19.7867  9.0016  31.5022
Si  29.7286  4.5272  35.9591
Si  29.0729  7.415  29.5345
Si  26.9323  11.0021  33.7014
Si  30.6303  14.3681  32.6651
Si  5.8454  12.7695  34.4506
Si  0.9345  6.2042  29.3784
Si  31.4806  6.9131  32.8458
Si  27.2635  9.4253  0.0031
Si  29.6686  0.1386  1.2293
Si  5.8692  1.2762  33.6053
Si  28.3438  12.0558  0.0574
Si  3.7568  0.0819  35.3406
Si  29.2789  5.3305  1.0572
Si  1.4809  6.9295  31.4397
Si  27.2867  2.8849  1.3621
Si  7.4284  14.3117  36.5691
Si  0.4614  3.0326  32.041
Si  12.1166  7.2774  35.1884
Si  0.0802  4.8114  39.3125
Si  16.079  8.1648  37.6414
Si  3.9004  13.8026  33.6754
Si  0.8296  -0.4936  39.247
Si  10.0894  4.2639  37.8573
Si  8.5149  1.8063  37.1963
Si  8.7429  9.2505  38.3863
Si  11.7019  8.9539  37.6797
Si  12.9143  9.7046  31.7852
Si  15.7151  -0.9828  36.8739
Si  17.8714  13.1438  32.1862
Si  13.5957  7.1356  39.2472
Si  20.3239  -1.6511  36.0704
Si  14.6546  9.158  35.2177
Si  20.3408  10.3834  36.6015
Si  14.8981  5.3332  32.5262
Si  20.5511  0.5701  33.8729
Si  26.8371  4.0385  35.387
Si  20.0687  5.4558  34.9781
Si  30.8574  7.3059  35.6762
Si  20.9641  8.3225  34.2537
Si  27.115  0.9313  35.3691
Si  22.3007  4.8683  37.1379
Si  16.5549  12.5797  37.1742
Si  2.6832  4.0684  38.0391
Si  2.1338  11.5138  0.5869
Si  29.4979  9.9131  34.495
Si  1.7239  1.5621  36.942
Si  3.1773  5.2591  35.4244
Si  30.0294  3.1926  38.6344
Si  26.6459  12.7665  39.1122
Si  25.3192  0.1524  37.8052
Si  31.3911  2.3623  0.166
Si  31.7077  11.8206  33.9474
Si  13.3799  -0.0543  32.9738
Si  7.4221  6.4298  2.5475
Si  3.6334  15.9521  0.5942
Si  30.2423  9.9585  0.1337
Si  4.3495  10.7586  36.2148
Si  5.9429  0.3657  37.6342
Si  9.9356  2.6539  0.5603
Si  8.2096  12.2351  38.6009
Si  10.518  10.7527  33.6416
Si  7.5366  7.895  0.4354
Si  4.0551  11.1529  39.2208
Si  8.5583  9.7686  1.4566
Si  15.6675  0.9069  34.6001
Si  8.4518  0.154  34.8451
Si  16.6755  9.2753  31.0468
Si  22.8285  13.3915  32.1314
Si  13.6621  15.8821  0.6507
Si  17.8563  1.4258  32.7444
Si  15.8324  1.1701  38.9461
Si  24.7523  14.2345  37.25
Si  16.0691  3.9706  38.0279
Si  19.0858  3.9183  32.4568
Si  24.7629  5.4425  0.9773
Si  24.5399  12.8069  34.7003
Si  29.9357  0.6862  34.1149
Si  25.2203  5.0779  37.8159
Si  22.8187  1.941  38.0795
Si  24.735  4.3539  33.281
Si  18.0276  10.3055  38.7537
Si  -0.3772  7.6226  38.1198
Si  31.2651  1.3789  10.9129
Si  1.3618  4.108  10.896
Si  31.3187  6.7882  10.9174
Si  1.3828  9.5245  10.9073
Si  31.2756  12.2302  10.8954
Si  1.3799  14.9465  10.8991
Si  4.1015  1.3621  10.8682
Si  6.8116  4.086  10.868
Si  4.0793  6.8348  10.8829
Si  6.7832  9.5435  10.8534
Si  4.1006  12.2396  10.8875
Si  6.8285  14.9507  10.8465
Si  9.5481  1.3381  10.8873
Si  12.2335  4.1036  10.9058
Si  9.4972  6.8252  10.8767
Si  12.2345  9.5588  10.8484
Si  9.5173  12.2606  10.822
Si  12.2475  14.9784  10.8442
Si  14.9506  1.3721  10.8873
Si  17.6737  4.0954  10.8689
Si  14.974  6.8214  10.8767
Si  17.7023  9.5005  10.8495
Si  14.9804  12.2395  10.8269
Si  17.6925  14.9309  10.8916
Si  20.4076  1.36  10.8872
Si  23.0848  4.057  10.8511
Si  20.3747  6.7826  10.8455
Si  23.0973  9.4809  10.9067
Si  20.4072  12.2102  10.9225
Si  23.1281  14.9593  10.9209
Si  25.8063  1.3383  10.8845
Si  28.5411  4.0563  10.9272
Si  25.8392  6.7646  10.9136
Si  28.5865  9.5095  10.9148
Si  25.8349  12.242  10.9206
Si  28.5226  14.969  10.9045
Si  29.9042  0.0042  12.2542
Si  -0.0016  2.741  12.2542
Si  29.924  5.4334  12.2561
Si  0.0267  8.1588  12.2697
Si  29.9342  10.8731  12.2712
Si  0.004  13.5935  12.2478
Si  2.738  0.0056  12.2382
Si  5.4534  2.7243  12.2333
Si  2.7307  5.4598  12.2488
Si  5.4447  8.184  12.2405
Si  2.7401  10.8875  12.2574
Si  5.4665  13.6052  12.2293
Si  8.1726  -0.0154  12.2327
Si  10.8884  2.717  12.2476
Si  8.1582  5.4485  12.2388
Si  10.8827  8.1828  12.2152
Si  8.1653  10.8974  12.2024
Si  10.8823  13.6086  12.2
Si  13.5934  0.0052  12.2339
Si  16.3217  2.7273  12.2348
Si  13.6095  5.4613  12.2408
Si  16.3326  8.1712  12.2325
Si  13.6083  10.9013  12.2086
Si  16.3153  13.5853  12.2335
Si  19.0456  -0.0097  12.2397
Si  21.7506  2.719  12.251
Si  19.0249  5.4466  12.2354
Si  21.7329  8.124  12.2427
Si  19.0372  10.8509  12.2506
Si  21.7614  13.5902  12.2625
Si  24.4753  -0.0036  12.2764
Si  27.1722  2.6947  12.2585
Si  24.4551  5.4055  12.2369
Si  27.2031  8.1468  12.2527
Si  24.4629  10.8649  12.2513
Si  27.1908  13.601  12.2753
Si  31.2802  14.961  13.5984
Si  1.3668  1.3648  13.5944
Si  31.2788  4.0832  13.6242
Si  1.3769  6.8  13.6288
Si  31.2951  9.5149  13.6222
Si  1.367  12.2412  13.6105
Si  4.0975  14.9619  13.5931
Si  6.8108  1.3564  13.5891
Si  4.0899  4.0827  13.5967
Si  6.8008  6.8102  13.5973
Si  4.093  9.5273  13.6183
Si  6.8161  12.2407  13.5912
Si  9.5323  14.9504  13.5915
Si  12.2448  1.359  13.6062
Si  9.521  4.0838  13.5943
Si  12.2377  6.819  13.5856
Si  9.5195  9.5357  13.5778
Si  12.2437  12.2534  13.5748
Si  14.9571  14.9576  13.5885
Si  17.6762  1.3549  13.5923
Si  14.9613  4.0856  13.5954
Si  17.6752  6.8054  13.6009
Si  14.9576  9.5312  13.5786
Si  17.6758  12.2277  13.5964
Si  20.3986  14.9562  13.6099
Si  23.1096  1.3642  13.6155
Si  20.3839  4.0828  13.5976
Si  23.1068  6.778  13.5993
Si  20.3953  9.4987  13.6102
Si  23.1168  12.2282  13.6177
Si  25.8342  14.9581  13.6294
Si  28.5477  1.3552  13.6182
Si  25.8212  4.0676  13.6098
Si  28.563  6.7957  13.6141
Si  25.8365  9.5111  13.6047
Si  28.5641  12.2375  13.6153
Si  0.0025  0.0035  14.9551
Si  2.7259  2.7212  14.958
Si  0.0037  5.441  14.9789
Si  2.7362  8.1622  14.9786
Si  0.0102  10.8816  14.9745
Si  2.7306  13.6071  14.9596
Si  5.4491  0.0012  14.9573
Si  8.1644  2.7192  14.9534
Si  5.4471  5.4435  14.9594
Si  8.17  8.1686  14.9521
Si  5.458  10.8872  14.9661
Si  8.1736  13.5933  14.9567
Si  10.8835  -0.0051  14.9563
Si  13.6063  2.7217  14.9581
Si  10.8853  5.4467  14.9475
Si  13.5998  8.171  14.9458
Si  10.8856  10.888  14.9419
Si  13.5978  13.6045  14.9532
Si  16.3163  -0.0036  14.9559
Si  19.0283  2.7181  14.9558
Si  16.3163  5.442  14.9564
Si  19.0317  8.1548  14.9684
Si  16.3129  10.8786  14.9547
Si  19.0347  13.5928  14.9594
Si  21.7535  -0.0012  14.9683
Si  24.4678  2.7184  14.9755
Si  21.7458  5.4326  14.9645
Si  24.4698  8.1492  14.9565
Si  21.754  10.8679  14.967
Si  24.4743  13.5938  14.9732
Si  27.1958  -0.0015  14.9779
Si  29.9115  2.72  14.9718
Si  27.1893  5.4367  14.962
Si  29.9219  8.1593  14.9725
Si  27.1977  10.8751  14.9644
Si  29.9264  13.6014  14.9637
Si  31.2779  1.3568  16.3208
Si  1.364  4.0722  16.3276
Si  31.2771  6.8  16.332
Si  1.3663  9.5175  16.3288
Si  31.2836  12.2444  16.3258
Si  1.3613  14.9635  16.3196
Si  4.0806  1.3551  16.3201
Si  6.8037  4.0762  16.3173
Si  4.094  6.7969  16.332
Si  6.8153  9.5225  16.3264
Si  4.0876  12.2432  16.3202
Si  6.808  14.9546  16.3107
Si  9.5251  1.3586  16.3117
Si  12.2433  4.0838  16.3109
Si  9.5274  6.8008  16.315
Si  12.2392  9.5233  16.3101
Si  9.5317  12.237  16.3216
Si  12.2431  14.9622  16.3218
Si  14.9581  1.3575  16.3226
Si  17.6682  4.0766  16.318
Si  14.9537  6.8034  16.3075
Si  17.6728  9.5218  16.3165
Si  14.9603  12.2428  16.3133
Si  17.6785  14.9579  16.3204
Si  20.3899  1.3622  16.3181
Si  23.108  4.0811  16.3268
Si  20.391  6.7967  16.3224
Si  23.1186  9.5139  16.324
Si  20.3981  12.2371  16.3212
Si  23.1176  14.9608  16.3237
Si  25.8337  1.3617  16.3253
Si  28.5493  4.0824  16.3262
Si  25.8324  6.8008  16.3243
Si  28.562  9.5251  16.3279
Si  25.8426  12.2398  16.3232
Si  28.5631  14.9581  16.32
Si  29.914  -0.0019  17.6793
Si  -0.0031  2.7118  17.685
Si  29.9105  5.4418  17.6869
Si  -0.0041  8.1638  17.6843
Si  29.9181  10.8942  17.6876
Si  -0.0024  13.6073  17.6847
Si  2.7161  -0.0017  17.6876
Si  5.4398  2.7156  17.6779
Si  2.7251  5.4345  17.6825
Si  5.4562  8.1585  17.688
Si  2.7244  10.8808  17.6782
Si  5.4494  13.599  17.6795
Si  8.1659  -0.0055  17.6665
Si  10.8897  2.7158  17.6704
Si  8.1721  5.4301  17.6755
Si  10.8893  8.1558  17.6814
Si  8.1775  10.8771  17.6922
Si  10.8866  13.6017  17.6825
Si  13.5968  0.0021  17.6899
Si  16.309  2.7223  17.6868
Si  13.6002  5.4429  17.6744
Si  16.3163  8.1558  17.6674
Si  13.6037  10.879  17.6686
Si  16.3212  13.5967  17.6821
Si  19.0359  0.0049  17.6826
Si  21.7509  2.7172  17.6785
Si  19.0297  5.4357  17.6738
Si  21.7495  8.159  17.6791
Si  19.0341  10.8803  17.6765
Si  21.76  13.6029  17.6793
Si  24.4797  0.0012  17.6796
Si  27.1875  2.7229  17.6825
Si  24.4677  5.443  17.684
Si  27.1963  8.1675  17.6816
Si  24.4806  10.8849  17.6777
Si  27.2047  13.6039  17.6771
Si  31.2642  14.9602  19.0463
Si  1.3428  1.3453  19.0554
Si  31.2669  4.0703  19.0385
Si  1.3534  6.7926  19.0308
Si  31.2791  9.5325  19.0406
Si  1.3552  12.2352  19.0341
Si  4.0799  14.9499  19.0398
Si  6.8036  1.3466  19.0256
Si  4.0718  4.0628  19.0447
Si  6.8161  6.7859  19.0399
Si  4.0857  9.5229  19.0366
Si  6.816  12.2477  19.0446
Si  9.527  14.9707  19.0373
Si  12.2386  1.3684  19.0542
Si  9.5316  4.0637  19.0368
Si  12.248  6.7924  19.0478
Si  9.5365  9.5097  19.0538
Si  12.2516  12.2369  19.0329
Si  14.9585  14.9543  19.042
Si  17.6726  1.3646  19.0436
Si  14.9477  4.086  19.0489
Si  17.6667  6.7931  19.0304
Si  14.9631  9.514  19.0249
Si  17.6885  12.2408  19.0455
Si  20.4126  14.9742  19.0381
Si  23.1202  1.3627  19.0321
Si  20.3925  4.0819  19.029
Si  23.1087  6.8075  19.0408
Si  20.3857  9.5165  19.0361
Si  23.1269  12.2499  19.038
Si  25.8487  14.9669  19.0311
Si  28.5443  1.3546  19.0316
Si  25.8235  4.0771  19.0419
Si  28.5494  6.806  19.0448
Si  25.853  9.5476  19.0409
Si  28.5652  12.265  19.0503
Si  -0.0333  -0.0103  20.419
Si  2.7017  2.7059  20.4117
Si  -0.0084  5.4309  20.3887
Si  2.7046  8.165  20.3788
Si  -0.0142  10.8992  20.4077
Si  2.7163  13.5818  20.3941
Si  5.4458  -0.0089  20.3902
Si  8.1809  2.6814  20.3868
Si  5.4506  5.4174  20.3874
Si  8.1808  8.1324  20.4096
Si  5.4477  10.8849  20.3944
Si  8.1776  13.6144  20.4037
Si  10.873  0.0099  20.4139
Si  13.5858  2.7378  20.4236
Si  10.8933  5.4138  20.4048
Si  13.6214  8.153  20.3988
Si  10.9138  10.8707  20.4022
Si  13.6044  13.5894  20.4047
Si  16.3092  0.0032  20.4003
Si  19.0328  2.7361  20.394
Si  16.3109  5.4458  20.4067
Si  19.0258  8.1447  20.3911
Si  16.3275  10.8609  20.3878
Si  19.0545  13.6187  20.3924
Si  21.7816  0.0086  20.404
Si  24.4705  2.7103  20.4057
Si  21.7507  5.4328  20.3932
Si  24.4793  8.1869  20.3727
Si  21.7521  10.8877  20.376
Si  24.4986  13.617  20.3927
Si  27.1929  0.0037  20.406
Si  29.8992  2.7039  20.3895
Si  27.1838  5.4362  20.3939
Si  29.909  8.1829  20.3927
Si  27.2039  10.9242  20.4127
Si  29.9053  13.6264  20.4336
O  11.8766  1  3.1475
O  11.3832  2.7815  1.2561
O  12.8802  13.2356  3.2891
O  19.1986  2.509  2.6512
O  13.5929  2.918  2.7302
O  16.0593  5.3632  2.5974
O  18.8494  6.8989  2.8165
O  17.4981  11.6291  3.0124
O  21.7469  16.1444  2.6579
O  22.4323  1.0179  0.4612
O  23.4448  1.8533  2.8325
O  17.7685  2.5598  0.4852
O  20.9126  5.1647  2.8077
O  19.882  9.3315  3.0931
O  22.3499  3.2594  37.2904
O  24.4566  13.4652  2.5944
O  26.2434  15.2297  3.281
O  5.9742  8.7788  27.9259
O  8.6605  6.2064  28.3095
O  29.3159  1.1306  30.0474
O  28.731  11.9658  29.0703
O  3.3544  -0.4793  30.0248
O  5.4834  2.4758  29.9459
O  3.7491  4.1411  28.9527
O  6.1696  6.5127  29.2431
O  4.3408  8.2533  29.8473
O  5.0211  13.8898  29.8937
O  6.9733  12.5199  29.092
O  7.014  0.3618  29.6445
O  9.0147  -1.3268  29.2426
O  11.7759  1.859  29.6926
O  9.754  3.5372  29.5191
O  9.4619  4.1419  32.0934
O  7.6565  4.8398  30.3088
O  11.1887  6.274  30.5819
O  10.8817  13.4115  30.0581
O  16.5763  8.1373  29.8961
O  15.8369  10.6111  30.5502
O  19.8453  7.4191  31.1008
O  24.2364  0.4451  30.031
O  25.4155  -0.8205  31.9423
O  27.6458  2.5718  31.581
O  27.2529  14.136  33.0501
O  27.2361  13.4733  30.4369
O  30.3798  1.6011  38.4847
O  4.7496  10.9979  37.7689
O  4.0696  14.5787  32.2561
O  0.7874  7.0334  1.581
O  4.4212  3.43  1.5446
O  2.5211  13.3781  30.5569
O  8.7163  13.8536  31.6264
O  5.9633  0.943  32.0277
O  4.5218  8.9472  1.0208
O  6.5446  5.4069  33.9096
O  3.5596  6.8184  35.3383
O  11.5173  12.4715  1.3546
O  10.6797  1.8421  32.33
O  17.0376  12.2367  35.6693
O  8.416  7.1919  34.0926
O  12.0568  8.7424  30.8082
O  14.3889  -1.7207  36.3152
O  30.0208  6.4436  32.3036
O  20.2847  9.1771  33.0454
O  11.995  3.9351  31.4716
O  12.412  5.7122  35.2602
O  20.5311  6.9111  0.792
O  20.3543  2.5843  0.2722
O  20.0019  2.9763  31.4707
O  27.5022  7.5845  32.3584
O  17.4339  4.8113  38.0938
O  27.8481  0.0095  31.8794
O  21.5894  1.8176  33.91
O  28.4843  15.6506  0.509
O  4.3796  0.969  34.1373
O  6.7786  -1.0282  37.6859
O  31.9217  3.8603  31.2528
O  14.1411  0.5529  34.2525
O  31.2665  1.1906  34.86
O  19.0487  13.891  35.4399
O  7.1122  12.6274  33.4381
O  18.7491  5.3212  35.9005
O  11.8499  -0.2462  33.43
O  2.8252  6.2415  32.0265
O  15.4166  3.7547  0.5908
O  23.8506  6.6209  1.6112
O  15.0494  15.548  1.3941
O  26.4317  0.07  34.1873
O  26.5653  2.2203  0.0359
O  24.958  7.57  32.8698
O  9.0891  3.8812  1.2115
O  18.2449  9.5638  31.3754
O  30.9884  9.8023  1.5466
O  20.1003  -1.1836  37.62
O  1.3667  0.6379  38.2248
O  23.4655  11.886  35.501
O  4.2126  9.1779  36.0651
O  0.6513  1.5664  31.3627
O  27.3552  11.4209  38.5992
O  3.5603  -1.4276  34.8279
O  28.868  9.0813  0.132
O  11.4549  7.8146  36.5543
O  28.0071  10.4587  34.7964
O  9.7166  12.0778  33.2116
O  19.2834  6.6279  38.1348
O  30.891  15.428  1.5856
O  2.9035  2.573  37.4574
O  0.4714  2.3841  36.2747
O  13.4863  10.9004  2.3799
O  31.8832  -0.5508  38.9895
O  26.3381  4.3835  36.8852
O  29.0949  9.4803  39.0708
O  20.7022  -0.3596  35.1776
O  8.0158  15.098  0.3276
O  12.5193  8.3148  38.922
O  12.506  14.9419  1.2326
O  23.0905  14.7291  31.2396
O  15.0012  9.1576  1.3895
O  13.2993  1.099  0.9025
O  4.6375  7.1324  37.7305
O  21.6487  0.8572  37.9402
O  7.7014  5.7741  36.266
O  31.6963  11.0644  32.4984
O  14.9805  12.2553  37.3395
O  4.4065  4.2836  32.7251
O  8.0968  8.0179  37.5241
O  24.2442  15.9557  1.7093
O  2.7455  10.1937  39.3032
O  31.0228  3.795  35.3132
O  26.4925  8.9951  38.9125
O  15.7969  6.6795  32.5902
O  15.9687  6.2527  0.0687
O  30.2137  5.1211  2.3775
O  0.1944  6.2863  32.2397
O  17.7776  3.0484  32.8023
O  9.2595  0.8713  38.2897
O  22.4616  7.8731  33.769
O  14.2474  12.6982  31.11
O  9.4285  9.566  33.7012
O  13.4026  0.9643  31.6994
O  23.4578  0.7619  32.4998
O  2.5894  10.5038  1.7777
O  26.5976  0.4156  36.8133
O  30.0281  6.0741  36.3366
O  21.0305  5.0606  30.4132
O  4.5705  4.395  35.3443
O  9.0433  1.3996  35.7122
O  9.2548  -0.0283  33.4836
O  18.7802  14.4881  32.4149
O  13.2945  3.2723  35.4384
O  -0.4883  7.8097  36.5225
O  14.8862  7.2666  38.2782
O  21.5507  13.6294  35.9942
O  16.3283  -0.0895  35.6845
O  5.7927  12.8161  1.1378
O  2.7157  5.3242  2.3549
O  25.8711  11.9637  34.4241
O  9.7379  12.3054  39.1112
O  31.394  4.0312  38.8627
O  3.6941  10.1683  31.5197
O  23.5618  5.4693  33.2485
O  7.9241  2.3381  31.0242
O  16.7347  14.1897  37.4123
O  1.1583  12.6228  1.2501
O  2.3587  5.0118  36.7719
O  1.3779  3.9363  38.9629
O  7.8713  10.6391  38.3991
O  8.1085  12.997  37.1926
O  0.5426  8.7743  38.7711
O  3.6131  12.6967  39.2324
O  18.091  0.9116  31.2407
O  12.6048  10.1835  37.1466
O  16.9318  14.0212  2.1995
O  1.7473  1.852  1.5012
O  11.7813  10.4594  32.6683
O  26.09  13.5327  37.8292
O  23.4487  13.3139  37.7066
O  28.4017  6.6476  1.4452
O  21.4233  5.1873  35.8218
O  23.8497  13.3507  33.3551
O  7.9884  11.3635  31.3325
O  7.4644  10.8983  1.8832
O  21.6666  5.623  38.4305
O  3.9105  4.7746  38.8284
O  26.1549  14.4096  0.7874
O  30.6884  7.5562  38.4729
O  23.0878  12.0671  31.255
O  11.0869  7.5473  33.9588
O  16.3259  13.5636  32.4377
O  30.0249  -0.8586  33.6782
O  13.4339  5.8966  32.0738
O  22.177  8.2305  2.8263
O  2.6255  12.7926  33.5984
O  28.3012  12.2943  1.6615
O  1.554  -1.9457  39.0766
O  1.2872  11.1059  31.0695
O  5.4958  0.7959  39.1135
O  20.9117  9.15  35.6709
O  20.1098  6.9649  34.419
O  27.8593  5.1458  31.4003
O  23.0041  7.0681  31.2479
O  2.3092  0.6516  35.7487
O  18.3348  12.1764  33.4113
O  19.9169  4.401  33.7601
O  31.7401  8.4862  32.6331
O  13.9315  8.6875  32.5234
O  25.8754  4.7847  34.3326
O  13.5698  7.9619  35.0978
O  31.5106  6.5959  34.3975
O  6.0779  7.5485  35.4121
O  5.8604  10.4232  30.1682
O  2.8982  11.3827  35.8059
O  15.2357  -0.0298  38.0758
O  13.8574  10.5433  34.914
O  5.4794  11.3612  35.2103
O  6.2452  13.8381  35.5974
O  29.4956  13.549  31.8423
O  30.1536  1.3297  0.2308
O  31.44  13.3679  33.6256
O  24.846  14.1062  35.6232
O  19.0228  1.0583  33.7933
O  29.331  3.6969  37.2825
O  12.7114  12.632  36.0514
O  26.6847  2.4586  35.1686
O  6.9007  0.3627  34.441
O  21.3414  9.4874  0.83
O  9.6146  5.8106  37.982
O  4.7003  0.1732  36.6436
O  6.9193  1.5629  37.1604
O  14.0148  -1.4791  32.5782
O  15.309  4.2067  31.4162
O  15.2933  4.4338  36.6778
O  27.6676  11.7198  32.4438
O  22.5298  3.1077  31.6722
O  13.7535  5.6462  1.3682
O  10.4731  -0.5435  31.2318
O  28.3679  4.487  35.0751
O  14.9614  4.6891  34.0026
O  26.4141  9.2804  1.3735
O  25.4692  4.113  31.837
O  28.3507  4.0121  0.821
O  11.0774  3.9659  36.6408
O  24.2081  1.3142  37.5152
O  11.1492  10.8644  35.1084
O  23.8425  5.3511  36.9992
O  2.0664  10.2354  33.5192
O  9.639  7.8981  31.7661
O  31.5646  -1.2398  31.5532
O  0.1526  2.898  33.6126
O  0.2576  6.2139  38.555
O  25.8296  6.5028  38.246
O  15.7588  2.4234  35.1135
O  15.3768  9.2187  36.6499
O  18.9567  12.5813  1.0254
O  19.4985  11.2971  35.5799
O  2.2751  4.8356  34.1673
O  24.9271  4.1212  39.1064
O  1.8988  3.7691  31.8258
O  21.2559  13.4944  32.5314
O  30.5738  11.0843  34.8472
O  12.7173  5.7658  39.1534
O  15.8546  8.8587  34.1788
O  11.1413  3.7899  34.0279
O  8.5438  -1.194  35.7292
O  16.9776  9.064  38.653
O  13.0487  13.6825  38.4049
O  23.9988  2.9924  33.7731
O  16.4747  0.7665  33.2158
O  1.6144  8.5323  31.5694
O  29.8733  8.5531  35.3039
O  31.708  3.0267  1.6287
O  9.5887  10.6063  0.5262
O  28.7182  0.8299  35.1745
O  20.8514  -0.2324  32.499
O  4.5564  0.964  0.4689
O  29.5277  9.6657  32.8738
O  18.6459  5.208  31.5968
O  9.3165  1.1733  0.8049
O  17.4163  11.7007  38.1997
O  17.0591  7.1426  36.856
O  26.1427  9.7686  33.068
O  0.4555  11.7807  34.7718
O  10.853  3.8897  39.2308
O  21.5823  11.2698  37.2039
O  29.745  1.5522  32.7354
O  8.7914  3.3382  37.6036
O  19.0298  4.7407  1.1724
O  10.2495  9.5747  37.9537
O  23.7801  4.3236  0.3112
O  6.23  2.8244  33.8973
O  19.3779  9.9762  37.8709
O  16.3597  2.3745  37.9916

Results
total energy: -220041.020 eV
total energy less fixed offsets of O -438.35, Si -107.03 eV per atom: -7.250 eV

Forces (eV/angstrom), in the order of the atoms: element, x, y, z
Si  0.2114  -0.1946  0.4119
Si  0.0265  -0.2796  0.41
Si  0.1179  -0.1253  0.555
Si  -0.1032  0.1156  0.5983
Si  -0.234  0.1452  0.778
Si  -0.1489  0.1007  0.6571
Si  0.0192  0.0453  -0.0133
Si  -0.0431  -0.0499  -0.0109
Si  0.1815  -0.0656  0.6403
Si  0.5184  -0.0235  0.0807
Si  0.2171  -0.1229  0.6825
Si  -0.0799  0.3664  0.6704
Si  -0.2622  -0.3061  0.3357
Si  -0.1569  -0.0282  0.4807
Si  -0.0107  0.2053  0.4969
Si  -0.0425  0.0285  0.0221
Si  0.0796  -0.1446  -0.0496
Si  -0.539  -0.3583  0.347
Si  -0.1261  0.2293  0.7466
Si  0.0931  0.1133  0.0659
Si  -0.0696  -0.0591  0.0963
Si  0.0271  0.0437  -0.0596
Si  0.1897  -0.1506  0.7466
Si  0.3841  0.3151  0.3417
Si  -0.0911  -0.0313  0.0353
Si  -0.0193  0.0161  0.1474
Si  0.0447  0.0147  0.1172
Si  0.3095  0.2037  0.4115
Si  0.2878  0.7664  0.2154
Si  -0.0105  -0.0622  0.0737
Si  0.0024  -0.0052  0.0573
Si  -0.0881  -0.0036  -0.036
Si  0.0146  -0.0131  -0.0576
Si  -0.1297  0.2201  0.6209
Si  0.2042  -0.1574  0.5748
Si  0.2745  -0.1598  0.5768
Si  0.0042  -0.0591  -0.0932
Si  0.0383  0.0513  0.0076
Si  -0.0267  0.0044  -0.0204
Si  -0.0379  0.001  -0.0018
Si  0.0531  -0.0133  -0.1261
Si  -0.0438  -0.134  -0.063
Si  0.0146  -0.0162  0.0077
Si  0.0545  -0.0145  -0.0414
Si  -0.0174  0.0627  -0.0861
Si  -0.0832  -0.0116  0.0281
Si  -0.0122  -0.0737  -0.0686
Si  -0.0138  -0.0335  0.0019
Si  0.0567  -0.0127  0.0049
Si  0.2036  0.1255  0.5992
Si  0.0106  -0.0007  -0.0319
Si  0.0516  0.0363  -0.0499
Si  0.0976  0.0621  -0.0199
Si  0.3903  0.3613  0.4116
Si  0.0113  0.0331  -0.0285
Si  -0.2877  -0.1858  0.6211
Si  -0.1796  -0.1734  0.5617
Si  -0.1304  -0.0717  0.656
Si  -0.3664  -0.3  0.2955
Si  -0.0293  0.0148  -0.0487
Si  -0.1702  -0.1984  0.5991
Si  0.3732  0.3197  0.4045
Si  0.311  -0.3751  0.65
Si  0.1152  0.1185  -0.0132
Si  -0.0787  -0.0329  -0.1099
Si  -0.1654  -0.178  0.4991
Si  0.3807  0.429  0.3034
Si  -0.0019  -0.0332  -0.0502
Si  0.0336  -0.0042  -0.0009
Si  0.0323  -0.0297  -0.0939
Si  -0.0163  -0.0066  -0.1165
Si  0.0653  0.0345  -0.0791
Si  0.0231  0.0281  0.0233
Si  -0.0134  -0.0146  0.0176
Si  -0.001  -0.0288  0.015
Si  -0.0248  -0.0129  0.0133
Si  -0.0596  -0.0251  -0.0308
Si  0.0124  0.02  -0.0234
Si  0.0131  -0.0154  -0.0536
Si  0.063  -0.02  -0.0197
Si  0.0188  0.0039  -0.0172
Si  -0.0088  0.0331  -0.0278
Si  0.0131  0.0194  0.0014
Si  0.0068  0.0074  -0.0162
Si  0.0166  0.0365  0.0015
Si  -0.0043  -0.0255  0.0172
Si  0.0417  -0.0269  -0.0763
Si  -0.01  -0.0251  0.0253
Si  -0.0185  0.0419  -0.0095
Si  0.0156  0.0339  -0.0303
Si  -0.0349  -0.03  -0.0309
Si  0.0403  0.032  -0.0816
Si  0.0387  0.0011  0.0041
Si  0.0339  0.0134  -0.0311
Si  -0.0028  -0.0482  -0.025
Si  -0.0004  -0.0148  -0.0007
Si  0.0148  0.0392  -0.0724
Si  -0.0011  -0.0401  -0.0655
Si  -0.0063  0.0121  -0.0201
Si  -0.0333  0.0205  0.0353
Si  0.0103  0.0111  -0.0278
Si  -0.0043  0.0047  -0.0619
Si  -0.0357  -0.0116  -0.0463
Si  -0.0328  0.0023  0.0057
Si  0.0281  -0.0543  -0.0373
Si  0.0329  0.0023  -0.01
Si  -0.035  0.0727  0.0162
Si  -0.0015  -0.0073  -0.0066
Si  -0.0125  0.0173  -0.0026
Si  -0.0081  0.0029  -0.0044
Si  0.0155  0.0243  0.0016
Si  0.0197  -0.0132  0.0008
Si  -0.0065  -0.0104  0.0712
Si  -0.032  0.0115  0.0281
Si  -0.0306  0.0002  0.0355
Si  -0.0452  0.0444  0.0311
Si  0.025  -0.0111  -0.0112
Si  0.0182  0.0072  -0.0071
Si  0.0127  -0.0063  -0.0179
Si  0.0044  -0.0062  0.0021
Si  -0.0188  -0.0091  -0.0474
Si  0.0029  -0.0291  0.0095
Si  -0.0055  -0.0037  0.0127
Si  0.0349  -0.0112  -0.0458
Si  -0.0083  -0.0293  0.0241
Si  -0.0521  0.0034  -0.0323
Si  0.0279  0.0211  0.0488
Si  -0.0108  -0.0411  0.0114
Si  0.0023  -0.0278  0.0043
Si  -0.0053  0.0109  0.0127
Si  -0.0006  0.0316  0.011
Si  0.0351  -0.0079  0.037
Si  -0.0541  0.0094  -0.0045
Si  -0.0182  -0.0102  0.0382
Si  -0.0107  -0.0281  -0.0005
Si  0.0175  0.0001  -0.0013
Si  0.0068  -0.0311  -0.0051
Si  -0.0369  -0.0141  0.0211
Si  0.0005  0.0059  0.0122
Si  0.0238  -0.0157  -0.0213
Si  -0.0288  0.0379  -0.0312
Si  0.0002  0.034  0.0454
Si  -0.0124  0.0112  0.0086
Si  -0.0125  -0.0294  0.013
Si  -0.0053  0.0152  0.0244
Si  -0.01  -0.0152  0.0024
Si  -0.0071  0.0222  0.0091
Si  -0.0098  0.032  0.0009
Si  0.0048  -0.0169  -0.0006
Si  0.007  -0.0109  0.017
Si  0.0043  -0.0275  0.0044
Si  0.0481  -0.0009  -0.0075
Si  -0.002  0.0277  0.0137
Si  -0.0126  0.0001  0.0181
Si  -0.0104  0.0028  -0.0118
Si  -0.0104  -0.0057  0.0074
Si  0.0076  -0.0029  -0.0136
Si  -0.0133  0.0014  -0.0065
Si  0.0018  -0.0062  -0.0005
Si  -0.0157  -0.0046  0.0263
Si  -0.0401  -0.0103  0.0314
Si  -0.0077  -0.013  -0.0007
Si  -0.0261  0.0015  -0.022
Si  -0.0073  0.0173  0.0001
Si  -0.006  0.007  0.0455
Si  -0.0141  0.0053  -0.0051
Si  0.0081  -0.0011  0.0131
Si  -0.0458  -0.0459  -0.0243
Si  0.0282  -0.006  0.0012
Si  -0.0096  -0.018  -0.0091
Si  -0.0038  0.0204  -0.015
Si  0.0016  0.0179  0.0177
Si  -0.0035  0.0011  0.0093
Si  0.0046  0.006  0.0093
Si  0.0201  -0.0153  -0.0109
Si  -0.0009  0.0129  0.0016
Si  0.031  -0.0038  -0.0028
Si  0.0156  0.0049  0.0183
Si  0.012  -0.0154  0.0236
Si  -0.0147  -0.0042  -0.0097
Si  0.0158  -0.0047  0.0077
Si  0.0007  -0.0081  0.0028
Si  0.0035  -0.0149  -0.0183
Si  0.0039  -0.0014  -0.0054
Si  -0.0136  0.0149  0.0119
Si  -0.0134  0.0166  0.0061
Si  -0.0298  0.0111  0.0024
Si  0.016  0.0008  0.0173
Si  -0.0065  -0.0047  0.0086
Si  0.0261  -0.0069  0.0084
Si  0.0212  -0.0122  -0.0004
Si  -0.0118  -0.0023  -0.0208
Si  -0.0071  0.0203  -0.005
Si  0.0017  -0.004  0.0074
Si  -0.0145  0.004  0.0034
Si  0.021  0.0124  0.0037
Si  -0.0042  -0.0084  0.0016
Si  0.0095  0.0202  -0.0045
Si  -0.0163  -0.0152  0.0054
Si  -0.003  0.0112  0.0017
Si  -0.0028  -0.009  0.0162
Si  0.004  0.0024  -0.0153
Si  0.0006  0.0041  -0.0128
Si  -0.0091  -0.0103  0.0027
Si  0.0169  0.0109  0.0161
Si  -0.0153  -0.0095  -0.01
Si  0.005  -0.0214  -0.0141
Si  -0.0076  -0.0062  0.0103
Si  -0.0184  -0.0003  0.0104
Si  -0.0058  0.007  0.007
Si  0  -0.0094  -0.0096
Si  0.0039  0.0083  -0.0086
Si  -0.0023  0.034  0.0033
Si  -0.0262  -0.0073  0.0088
Si  0.0079  0.0049  0.001
Si  0.014  -0.0118  0.0099
Si  -0.0151  -0.0066  0.0065
Si  0.0033  0.0193  0.0137
Si  0.001  -0.0017  -0.0022
Si  0.006  0.0138  -0.0071
Si  0.0055  -0.0013  -0.0016
Si  0.0171  0.0073  -0.0065
Si  -0.0159  0.0223  0.0072
Si  0.0119  -0.0118  -0.0158
Si  0.0054  -0.0057  -0.0125
Si  -0.0022  -0.0004  -0.0052
Si  -0.0092  0.0029  -0.0039
Si  -0.0009  0.0041  0.0035
Si  0.0064  -0.0015  0.0027
Si  -0.0095  -0.0173  0.0124
Si  -0.0146  -0.0019  0.0023
Si  -0.016  0.0283  -0.0088
Si  0.0175  -0.0128  -0.0087
Si  0.0032  -0.0047  -0.0092
Si  -0.0084  0.0011  -0.0014
Si  -0.0172  0.014  -0.0045
Si  0.0078  0.0023  -0.0003
Si  0.0128  -0.0142  0.0018
Si  -0.0016  -0.0039  -0.0032
Si  -0.0019  0.0092  0.0033
Si  0.0043  -0.0077  -0.0074
Si  0.0121  -0.017  -0.008
Si  -0.0017  0.0053  -0.0017
Si  -0.0141  0.0135  0.0111
Si  -0.0102  0.0046  0.0133
Si  0.0036  0.0044  -0.0112
Si  0.0064  0.0018  -0.0164
Si  -0.0018  -0.0086  0.0059
Si  -0.0227  0.0143  0.0018
Si  0.0057  -0.0125  0.0038
Si  -0.0046  0.0134  0.0088
Si  -0.0018  -0.0104  0.0001
Si  0.009  0.0287  0.017
Si  0.0043  0.0104  -0.0053
Si  0.0008  0.0105  -0.0029
Si  -0.0142  -0.016  -0.0107
Si  -0.0167  -0.0185  -0.0042
Si  0.0295  0.0004  0.0149
Si  -0.0142  -0.0202  -0.0205
Si  -0.0042  0.0012  0.0016
Si  0.0022  0.0065  -0.0361
Si  -0.0052  0.0025  -0.0104
Si  -0.005  -0.0229  0.0096
Si  0.0043  -0.0161  0.0023
Si  0.006  0.0089  0.013
Si  0.0016  0.0056  0.0111
Si  0.0132  0.003  -0.0076
Si  0.0313  -0.0242  -0.0009
Si  -0.014  -0.0019  0.0018
Si  -0.0194  -0.0077  -0.0131
Si  -0.0028  0.003  -0.0112
Si  -0.0034  0.0011  -0.0034
Si  -0.0148  0.0417  -0.0083
Si  -0.0055  0.0177  -0.0043
Si  0.0184  -0.0345  -0.014
Si  0.0181  -0.0008  0.0042
Si  -0.022  0.0132  -0.001
Si  -0.0072  0.0336  -0.0069
Si  0.0142  -0.0258  0.0031
Si  -0.0041  -0.0081  -0.003
Si  0.0051  0.0101  -0.0129
Si  0.0138  0.0007  -0.0236
Si  0.0018  -0.0297  -0.016
Si  -0.0214  -0.0341  0.0024
Si  -0.009  0.0092  -0.0161
Si  0.0005  -0.0096  -0.0262
Si  -0.0043  -0.0156  0.0027
Si  0.0125  0.012  0.0084
Si  0.003  -0.0006  0.0171
Si  -0.0063  -0.0217  0.0061
Si  -0.0125  0.0172  0.0448
Si  0.0207  0.0006  -0.0194
Si  0.0734  0.0016  0.0049
Si  -0.014  -0.0087  0.0077
Si  -0.0008  0.0125  0.0073
Si  0.0104  0.0033  0.0117
Si  0.0008  0.0212  -0.0231
Si  -0.0335  -0.0144  -0.0147
Si  -0.0099  0.0086  -0.0013
Si  0.0297  0.001  -0.0128
Si  0.0028  0.0128  -0.0114
Si  0.0121  -0.0166  -0.0293
Si  0.0019  -0.0003  0.0103
Si  -0.023  0.0138  0.0067
Si  0.0197  0.0562  0.0193
Si  0.0465  0.0192  0.0328
Si  -0.0263  -0.0097  -0.0268
Si  0.0123  -0.0224  -0.0123
Si  0.0044  -0.0406  -0.0067
Si  -0.0022  0.0043  0.0619
Si  0.0027  0.0057  0.0109
Si  -0.0087  -0.0146  0.0078
Si  -0.0035  0.0119  -0.0234
Si  0.0012  -0.0203  0.0083
Si  0.0138  -0.0134  -0.0143
Si  0.0035  0.0117  -0.0078
Si  -0.005  -0.0029  -0.0205
Si  0.0054  0.0148  0.0094
Si  -0.0203  0.0302  -0.0161
Si  -0.0035  -0.0166  0.0014
Si  0.0292  0.0053  0.0127
Si  -0.0343  0.0381  -0.0241
Si  -0.0121  0.025  -0.0053
Si  0.0126  0.0211  -0.0014
Si  0.0175  -0.0085  0.0236
Si  0.0169  0.016  -0.0378
Si  0.0443  0.0509  -0.0043
Si  -0.0073  0.0176  0.0124
Si  -0.0175  -0.0273  0.0002
Si  -0.0133  -0.0025  0.0001
Si  -0.0127  0.0618  -0.0392
Si  0.0128  -0.009  -0.0047
Si  0.0144  0.0084  -0.0419
Si  0.019  -0.0505  0.0863
Si  -0.0016  -0.0428  -0.0035
Si  0.0124  -0.0311  -0.0332
Si  -0.0247  0.0088  0.017
Si  -0.0232  0.0148  0.0392
Si  -0.036  -0.013  0.0193
Si  -0.001  0.002  0.0124
Si  -0.0127  -0.0458  -0.0099
Si  0.0047  0.0175  -0.0046
Si  0.0082  0.0257  0.0068
Si  -0.0322  -0.0149  0.0027
Si  0.0062  -0.0004  0.0129
Si  0.0199  0.0317  -0.0198
Si  0.0251  -0.0078  -0.0072
Si  0.0036  0.0121  -0.0133
Si  0.0112  -0.0045  0.0019
Si  -0.0205  0.0441  0.0161
Si  0.0071  -0.0004  -0.0088
Si  0.0009  0.0303  -0.0182
Si  -0.022  -0.0035  0.013
Si  -0.0063  -0.0371  -0.0037
Si  -0.0052  -0.0196  0.0345
Si  -0.0315  0.0307  0.0173
Si  -0.0432  -0.0604  0.0072
Si  -0.0279  -0.0576  0.0173
Si  -0.0205  0.0228  -0.021
Si  0.0019  0.0336  0.0032
Si  -0.0153  -0.0469  0.0178
Si  0.0309  -0.0651  0.0774
Si  0.0285  -0.0284  0.0971
Si  0.0205  -0.0114  -0.0019
Si  -0.0405  -0.0255  -0.0549
Si  0.0143  0.013  0.0514
Si  0.0119  -0.0708  0.0676
Si  0.0121  0.0166  0.0796
Si  0.0547  0.0012  0.0513
Si  0.3267  0.3271  -0.4085
Si  0.0424  0.0538  0.0493
Si  0.0142  -0.0416  0.0118
Si  -0.0538  0.0041  -0.0222
Si  -0.0251  -0.0172  0.0394
Si  0.3005  0.1577  -0.4106
Si  0.0056  0.0368  -0.0087
Si  0.0179  0.0591  0.0141
Si  -0.0495  -0.0322  -0.001
Si  -0.0619  -0.0229  0.0338
Si  0.0111  0.0229  0.0021
Si  -0.0181  0.0623  0.0508
Si  -0.0478  -0.0163  0.0191
Si  -0.021  -0.0254  0.0386
Si  0.0079  -0.0331  0.0729
Si  0.0423  0.0236  -0.0143
Si  -0.0122  -0.0703  -0.0151
Si  0.0048  -0.0419  -0.01
Si  0.0126  -0.0085  0.0204
Si  0.0107  -0.0267  0.0186
Si  -0.0017  0.0552  0.0508
Si  0.0116  0.0259  0.0808
Si  -0.061  -0.0325  0.0984
Si  0  -0.0008  -0.0011
Si  0.055  0.0436  0.0233
Si  0.0225  -0.0055  0.0545
Si  -0.015  0.0718  0.0317
Si  0.1808  -0.3885  -0.3591
Si  0.0024  -0.005  -0.0424
Si  0.0869  -0.0343  0.0518
Si  0.0036  0.0466  -0.0166
Si  0.3356  -0.3656  -0.3141
Si  -0.0078  -0.0053  0.0206
Si  -0.3874  0.2295  -0.4311
Si  0.1306  -0.0884  -0.6856
Si  -0.3462  0.2975  -0.2075
Si  -0.4263  -0.2567  -0.4394
Si  -0.0283  -0.1011  0.0588
Si  -0.3084  0.0799  -0.6296
Si  0.0827  0.3238  -0.5789
Si  0.0579  -0.0734  -0.5802
Si  0.0313  -0.0256  -0.1383
Si  0.0087  0.0417  0.0279
Si  0.0772  -0.029  0.0281
Si  0.2355  -0.13  -0.4944
Si  -0.0227  0.03  0.0451
Si  0.127  -0.0727  0.0816
Si  -0.0042  -0.0679  -0.0073
Si  0.1707  -0.2127  -0.6402
Si  -0.0179  0.0895  0.0517
Si  0.0233  0.0272  -0.023
Si  -0.0367  -0.0133  0.1244
Si  0.0437  0.0155  0.1176
Si  -0.0106  0.0813  0.0895
Si  -0.0115  0.0217  0.0104
Si  0.0344  -0.0315  -0.0231
Si  0.0092  -0.1064  0.0695
Si  -0.2284  0.0858  -0.6705
Si  0.0605  0.0504  -0.1066
Si  0.0473  -0.0362  0.0371
Si  -0.0685  -0.0318  0.0749
Si  -0.0193  0.0207  0.0854
Si  -0.2223  0.1835  -0.6342
Si  0.0887  0.2584  -0.5815
Si  -0.0145  -0.3043  -0.4706
Si  -0.0661  0.2441  -0.4956
Si  0.0945  0.0431  -0.0307
Si  -0.0015  0.0005  0.0792
Si  -0.1073  -0.0925  -0.6347
Si  -0.0537  0.0174  0.0066
Si  -0.0511  0.0903  -0.0747
Si  0.0277  -0.0743  -0.0355
Si  0.1432  0.0515  -0.0143
Si  -0.3073  0.1458  -0.5061
Si  0.2688  -0.2323  -0.2574
Si  0.0317  -0.1953  0.1225
Si  0.6316  0.1079  -0.4447
Si  -0.1423  -0.3666  -0.5584
Si  0.1917  0.0376  -0.4263
Si  -0.2881  0.2944  -0.4944
Si  -0.41  -0.2923  -0.1876
Si  0.0407  -0.003  0.041
Si  -0.2827  -0.0975  -0.5637
Si  -0.2159  -0.3398  -0.3858
Si  -0.2672  -0.041  -0.69
Si  0.3461  0.1637  -0.5001
Si  -0.077  -0.0347  0.0597
Si  0.0563  -0.0042  -0.0961
Si  -0.12  0.0693  0.0246
Si  -0.0915  0.0223  -0.0442
Si  0.3362  0.0511  -0.494
Si  0.0351  0.001  0.0112
Si  -0.197  -0.0552  -0.5838
Si  0.0978  0.2166  0.0921
Si  0.1399  0.0313  -0.0727
Si  -0.1757  -0.0156  -0.633
Si  0.2789  0.2734  -0.5039
Si  0.0397  -0.0548  0.0903
Si  -0.0543  0.0348  -0.1072
Si  0.0533  0.0277  0.0038
Si  -0.1883  -0.0653  0.3576
Si  0.344  -0.153  0.5868
Si  -0.1977  0.0121  -0.6884
Si  0.0046  0.1153  -0.7773
Si  -0.0011  0.0202  -0.0764
Si  -0.028  0.0668  -0.0709
Si  -0.0071  -0.0136  0.0335
Si  -0.0425  0.031  -0.0198
Si  -0.0031  0.0659  -0.0126
Si  -0.1787  -0.0028  0.0624
Si  0.0824  0.079  -0.0643
Si  -0.4128  0.0064  0.466
Si  -0.0275  0.0346  0.0177
Si  0.0124  -0.1144  0.0168
Si  -0.2296  0.3612  0.4413
Si  0.0631  -0.1159  0.0904
Si  0.0155  -0.0403  0.1208
Si  -0.0624  0.1434  -0.0286
Si  -0.0831  -0.0925  -0.5928
Si  0.1308  0.0088  0.0023
Si  0.0819  -0.2713  -0.4853
Si  0.0341  0.0362  -0.022
Si  -0.0121  -0.0969  -0.1333
Si  0.2118  0.3314  -0.5846
Si  0.3177  0.2866  -0.3109
Si  0.1043  0.0347  -0.0967
Si  0.0626  0.0624  0.0052
Si  0.0961  0.103  0.0082
Si  0.0259  0.0139  -0.083
Si  -0.4769  0.162  -0.3625
Si  -0.0598  -0.0686  -0.1234
Si  -0.0105  0.0626  -0.2462
Si  0.1192  -0.033  0.1072
Si  -0.0127  0.207  0.6089
Si  0.0021  0.0721  -0.0302
Si  -0.0073  -0.0115  0.1856
Si  0.1135  -0.0016  -0.0302
Si  0.16  0.0344  -0.5097
Si  -0.1473  -0.0341  -0.3416
Si  -0.0594  -0.1633  0.6051
Si  -0.0359  0.0637  0.0539
Si  -0.1719  0.0002  -0.0814
Si  -0.1741  0.1201  -0.0201
Si  -0.0838  0.0296  -0.0037
Si  0.0114  -0.0183  0.0835
Si  0.4546  -0.3396  0.0277
Si  0.1243  0.0125  0.0571
Si  0.0231  0.068  0.0041
Si  0.017  -0.0331  -0.0278
Si  -0.1502  0.0832  -0.0482
Si  0.0529  -0.1596  -0.0081
Si  0.2263  0.5525  -0.2037
Si  0.1049  -0.0752  -0.0492
Si  0.1956  -0.2182  -0.7493
Si  -0.0807  0.0208  0.0098
Si  -0.0301  -0.04  0.0352
Si  -0.1209  0.1073  -0.0259
Si  -0.0085  -0.0517  -0.0185
Si  -0.101  -0.217  -0.2314
Si  0.0823  -0.0499  -0.0501
Si  0.0671  0.0241  0.0975
Si  0.0338  -0.0662  0.04
Si  -0.1204  0.0955  -0.088
Si  0.0782  0.1186  0.0447
Si  0.0769  -0.0533  0.0916
Si  -0.0879  0.0367  0.0321
Si  -0.0006  0.008  -0.0283
Si  0.0742  -0.0295  -0.0003
Si  0.0938  0.0083  0.0266
Si  0.1553  -0.0758  -0.0848
Si  -0.1227  0.0664  -0.0036
Si  0.073  -0.0922  -0.04
Si  -0.3545  0.0538  0.5559
Si  -0.0623  0.1042  0.1142
Si  -0.1906  -0.4771  -0.1091
Si  -0.0392  0.1098  0.0959
Si  -0.0492  -0.2131  -0.089
Si  0.0471  0.0514  -0.2486
Si  0.0312  0.0235  0.0458
Si  -0.2554  -0.1194  0.6316
Si  -0.1112  0.0074  0.0306
Si  0.0264  0.1378  -0.0799
Si  0.0345  -0.0738  -0.0949
Si  -0.0893  -0.0411  0.0643
Si  -0.1049  -0.0869  0.1626
Si  0.0315  -0.0124  -0.1977
Si  -0.0279  -0.0389  0.016
Si  0.0321  -0.2505  0.1709
Si  -0.0755  -0.5918  0.0305
Si  -0.0591  -0.0096  -0.0149
Si  0.0686  0.11  0.0442
Si  -0.2545  -0.2135  0.301
Si  -0.0503  -0.1342  0.0397
Si  -0.0208  -0.0504  0.022
Si  0.0658  -0.0083  -0.1264
Si  0.0091  0.1367  -0.0332
Si  -0.176  0.5836  0.2343
Si  -0.1046  -0.102  -0.0272
Si  0.0614  0.0168  -0.0543
Si  0.371  -0.2265  0.4523
Si  -0.0215  -0.0961  -0.0273
Si  -0.0268  0.0927  -0.1096
Si  -0.1205  -0.1228  0.095
Si  0.1344  0.0164  0.095
Si  0.0567  -0.0523  -0.0911
Si  0.048  -0.0549  -0.1184
Si  0.0158  0.1062  0.1328
Si  -0.001  0.0009  0.0013
Si  0.0084  0.0069  0.008
Si  0.0077  0.0188  0.0063
Si  0.0073  -0.003  0.0052
Si  -0.014  -0.0186  -0.0106
Si  -0.0179  -0.0035  -0.0108
Si  -0.0031  -0.0057  -0.0098
Si  0.0038  0.0034  -0.018
Si  0.0082  0.0028  0.0039
Si  -0.0124  -0.0085  0.0034
Si  -0.0038  -0.0019  -0.0012
Si  0.012  0.0106  -0.0014
Si  -0.0044  -0.0106  0.0058
Si  0.0203  0.0012  0.01
Si  0.0034  0.0061  -0.0009
Si  -0.0137  -0.0125  -0.0017
Si  0.0043  0.0012  0.0044
Si  -0.0035  -0.0006  -0.0051
Si  -0.003  0.004  0.0022
Si  -0.0192  -0.0125  0.0012
Si  -0.009  -0.0144  -0.0006
Si  0.0017  0.0134  -0.0117
Si  -0.0091  -0.0134  -0.0145
Si  0.0086  0.0039  -0.0031
Si  -0.0149  -0.0156  -0.0067
Si  -0.002  0.0054  -0.0089
Si  -0.0068  -0.0048  -0.0072
Si  -0.006  0.0015  0.0001
Si  0.0158  0.0038  0.0112
Si  0.0022  0.0014  0.0104
Si  0.0105  0.0046  0.0057
Si  -0.0096  -0.0207  0.0053
Si  0.0082  0.0078  -0.0004
Si  0.0093  0.0025  0.0005
Si  -0.0009  0.0048  -0.0001
Si  -0.0112  0.0014  0.0044
Si  -0.0057  0.0052  -0.004
Si  -0.0186  0.0153  -0.0059
Si  -0.0029  0.0008  -0.0082
Si  0.0028  -0.0013  0.004
Si  0.0046  -0.007  0.0045
Si  0.0101  -0.0001  0.0021
Si  -0.0007  -0.0034  -0.0056
Si  0.0045  0.0027  -0.0047
Si  -0.0133  0.0133  -0.0016
Si  -0.006  0.0079  0.0045
Si  0.0035  -0.0039  0.0073
Si  -0.0066  -0.0072  -0.0056
Si  0.0189  -0.0052  0.0029
Si  0.0069  -0.0099  0.0062
Si  0.008  0.0046  -0.0003
Si  0.0013  -0.0048  -0.0015
Si  -0.0075  -0.0097  -0.005
Si  -0.004  0.0153  -0.0002
Si  -0.0099  0.0128  0.0077
Si  -0.001  -0.0009  -0.0079
Si  -0.0097  0.0054  -0.0013
Si  -0.0058  -0.0021  0.0018
Si  -0.0072  0.0064  0.0015
Si  -0.0037  0.0051  0.0025
Si  0.0051  -0.0109  -0.0019
Si  -0.0024  -0.0055  0.0039
Si  -0.0101  0.0183  -0.0015
Si  0.0051  0.0027  -0.0015
Si  0.0089  -0.0091  -0.0006
Si  -0.003  0.0011  -0.0036
Si  -0.0029  -0.0131  0.0016
Si  0.0065  -0.0012  -0.0053
Si  0.0097  -0.0082  -0.0061
Si  -0.0009  -0.0077  -0.0044
Si  -0.0073  0.0042  -0.0136
Si  -0.0019  -0.005  0.0074
Si  -0.0049  -0.0108  -0.0058
Si  -0.0029  -0.0056  -0.0045
Si  0.0025  -0.0068  0.0043
Si  0.0071  -0.0013  0.0031
Si  -0.0017  0.0011  0.0032
Si  -0.0059  -0.0124  -0.0008
Si  0.0004  0.0068  -0.0024
Si  0.0036  -0.002  -0.0047
Si  -0.0048  0.0009  -0.0076
Si  -0.0099  -0.0071  -0.0026
Si  0.0004  -0.0052  0.0033
Si  0.0083  0.0098  0.003
Si  -0.0081  -0.0007  0.0057
Si  -0.0003  0.0049  0.0063
Si  -0.0014  0.0053  0.0012
Si  0.0066  0.0035  0.004
Si  0.0052  0.0001  -0.0007
Si  0.0031  0.0008  -0.0033
Si  -0.0091  -0.0115  -0.0023
Si  -0.005  -0.001  -0.0104
Si  0.0015  -0.0025  -0.004
Si  0.0061  0.0036  0.004
Si  -0.0031  0.0033  -0.0032
Si  -0.0078  -0.0148  -0.0077
Si  0.0139  0.0082  -0.0039
Si  0.0138  0.0124  0.002
Si  0.002  0.0029  -0.0043
Si  -0.0149  -0.0039  -0.0057
Si  -0.0109  -0.0058  0.0024
Si  0.0014  0.0048  -0.0023
Si  0.0015  0.0075  0.0017
Si  -0.0118  -0.0051  0.0037
Si  -0.0103  -0.0045  -0.001
Si  0.0054  0.0178  0.0031
Si  0.0095  0.0037  -0.0062
Si  0.0094  0.0028  -0.0018
Si  -0.0016  0.0101  0.0002
Si  -0.0002  0.0096  0.0004
Si  -0.0051  0.0127  -0.0025
Si  -0.0009  0.0035  -0.0008
Si  0.004  -0.0064  0.004
Si  -0.0034  0.0004  -0.0021
Si  -0.0042  -0.0031  -0.003
Si  0.0025  -0.0012  0.0042
Si  0.0083  0.0098  0.0044
Si  0.0027  0.0009  -0.0006
Si  -0.0052  -0.0087  -0.0052
Si  0.0011  -0.0093  -0.0023
Si  -0.0006  0.0026  0.001
Si  -0.0007  -0.0026  0.0015
Si  0.0092  -0.0015  -0.0011
Si  -0.0009  -0.0029  -0.0005
Si  -0.0024  -0.0024  0.0017
Si  -0.0034  0.0113  0.0054
Si  -0.0006  0.0025  0.0027
Si  0.0007  -0.0072  0.0019
Si  -0.0027  0.0012  0.001
Si  0.0029  0.0039  0.0013
Si  -0.0024  0.0072  -0.0004
Si  -0.0008  0.005  -0.0045
Si  -0.0086  -0.0037  0.0039
Si  0.0024  -0.003  0.0066
Si  0.0031  -0.0041  0.0027
Si  -0.007  -0.006  -0.0051
Si  0.0011  -0.0008  -0.0068
Si  0.0019  -0.0021  0.0004
Si  0.0069  -0.0084  0.0041
Si  0.0014  0.0078  -0.0031
Si  0.0037  -0.0059  -0.0052
Si  0.0048  -0.0003  -0.0007
Si  -0.0079  0.0022  0.0015
Si  -0.004  -0.001  0.0068
Si  -0.005  -0.0092  0.004
Si  -0.005  -0.0059  0.0014
Si  0.0003  0.0024  0.0061
Si  0.0093  -0.0099  -0.0002
Si  0.007  -0.0035  -0.0039
Si  0  -0.0039  -0.0039
Si  0.0003  0.0002  -0.0015
Si  -0.0081  0.0027  -0.0043
Si  -0.0085  -0.0073  -0.0029
Si  -0.0031  0.0045  0.0026
Si  0.007  -0.002  0.0007
Si  0.0044  0.0019  -0.0009
Si  -0.0007  -0.0024  0.0026
Si  0.0015  0.001  0.004
Si  0.001  -0.0023  -0.0011
Si  0.0073  0.0021  -0.0002
Si  -0.0073  0.0109  0.001
Si  -0.0049  0.0045  0.0026
Si  0  0.0064  0.0048
Si  0.0021  0.0038  -0.0005
Si  -0.0021  0.0037  0.0019
Si  -0.0027  -0.0031  0.0004
Si  0.0021  -0.0095  -0.0024
Si  0.0008  -0.0061  0.0044
Si  0.0048  0.0069  -0.0029
Si  -0.0061  0.0035  0.0006
Si  -0.0061  0.0069  -0.0012
Si  -0.0026  0.0043  0.0067
Si  -0.0002  -0.0076  0.0041
Si  0.0052  0.0023  0.0023
Si  -0.0018  0.0024  0.0023
Si  -0.0058  -0.0008  0.0069
Si  -0.0024  0.0077  0.0049
Si  0.0066  -0.0085  -0.0016
Si  0.0059  0.0007  0.0044
Si  0.003  -0.001  -0.0006
Si  -0.0006  -0.0016  0.0026
Si  0.0066  0.013  0.0015
Si  0.004  0.0046  -0.0018
Si  -0.0008  -0.0006  -0.0009
Si  -0.0002  0.0037  0.0036
Si  -0.0002  -0.002  0.0049
Si  0.0038  0.0043  0.0023
Si  0.0026  0.0006  0.0012
Si  0.01  0.0119  0.0017
Si  0.0066  0.0013  -0.0018
Si  -0.0097  -0.0124  -0.0039
Si  -0.0098  -0.0025  -0.0022
Si  -0.0139  -0.0046  -0.0013
Si  0.0002  0.0086  -0.0058
Si  0.0005  0.0046  -0.0047
Si  0.0005  -0.0016  -0.0027
Si  0.007  -0.0057  -0.0011
Si  -0.0006  -0.0092  0.006
Si  -0.0042  -0.0084  0.0042
Si  0.0031  -0.0073  0.0021
Si  0.008  0.006  -0.0039
Si  0.0062  0.0041  -0.0024
Si  -0.0057  0.006  0.0059
Si  -0.0078  0.0034  0.0057
Si  0.0102  0.0061  -0.0014
Si  -0.0019  -0.0072  0.0027
Si  -0.0006  -0.0011  0.0027
Si  -0.0096  -0.018  -0.0026
Si  -0.0066  0.0012  -0.0055
Si  -0.0014  0.0064  -0.0007
Si  0.0011  0.0027  0.0029
Si  0.0023  -0.0001  -0.001
Si  -0.0089  -0.0122  0.0049
Si  -0.0017  0.0058  0.002
Si  0.0051  -0.0005  -0.0018
Si  0.0046  0.0033  0.0014
Si  0.0024  0.0055  -0.0043
Si  -0.0055  0.0029  0.0041
Si  -0.0042  0.0007  0.0019
Si  -0.0005  -0.0016  -0.0049
Si  0.0086  -0.0151  -0.0074
Si  0.0242  -0.0022  -0.0063
Si  0.0096  -0.0052  0.0024
Si  0.0047  -0.0026  -0.0042
Si  -0.0039  0.008  0.0038
Si  0.0007  -0.0105  -0.0034
Si  -0.0053  0.0067  -0.0014
Si  -0.0124  -0.0032  -0.004
Si  -0.0087  0.0108  -0.0047
Si  -0.0089  0.0072  -0.0008
Si  0.0079  -0.0123  -0.0071
Si  0  -0.0089  0.0025
Si  -0.0038  0.0032  0.0051
Si  0.0002  0  0.0041
Si  0.0133  0.0018  0.0016
Si  -0.0029  0.0028  0.0024
Si  -0.0092  0.0101  -0.0011
Si  0.001  0.0034  -0.0016
Si  0.0019  -0.0042  -0.0017
Si  0.0106  -0.0116  0.0005
Si  -0.0074  -0.0032  -0.0011
Si  0.001  0  -0.0086
Si  -0.0016  -0.0011  -0.0047
Si  -0.0063  0.0229  0.0071
Si  -0.0003  0.0154  0.0007
Si  0.0024  0.0001  0.0073
Si  0.012  -0.0116  -0.0088
Si  -0.0025  0.0009  -0.0071
Si  0.0058  -0.002  0.0032
Si  0.0007  -0.0001  0.0091
Si  -0.0115  -0.0048  0.0083
Si  -0.0019  -0.0066  -0.003
Si  0.0078  -0.0079  0.0069
Si  0.0052  -0.0035  0.0013
Si  0.0077  0.0043  -0.0057
Si  0.005  -0.0202  0.0018
Si  -0.0028  -0.0107  0.0033
Si  -0.0207  -0.0045  0.0044
Si  -0.0017  -0.0024  0.0001
Si  -0.0186  0.0053  -0.0033
Si  0.0059  0.0108  -0.0009
Si  0.0084  0.0036  -0.001
Si  0.0032  -0.0067  -0.0023
Si  -0.007  0.0045  -0.0021
Si  -0.0079  -0.0038  -0.0011
Si  0.0179  0.006  0.004
Si  0.0022  0.0044  -0.0001
Si  0.0108  0.0079  -0.0033
Si  0.0013  0.0025  -0.0075
Si  -0.0168  -0.0141  0.0057
Si  -0.0106  -0.011  0.0053
Si  0.0152  0  0.0099
Si  0.0086  0.0034  -0.0086
Si  -0.0151  -0.0113  -0.0084
Si  -0.0026  0.0114  -0.004
Si  0.0174  0.0147  -0.0028
Si  0.0071  0.0089  -0.0002
Si  -0.0165  -0.0137  -0.0036
Si  -0.0152  -0.0103  0.0029
Si  0.0072  0.0039  -0.0089
Si  -0.0135  -0.0179  -0.0026
Si  0.0024  0.0104  -0.003
Si  -0.0024  0.0119  0.004
Si  0.0068  0.0047  -0.0021
Si  -0.0157  0.0016  0.0086
Si  -0.0016  0.0124  0.0019
Si  0.0189  0.0146  0.0018
Si  0.0035  0.0053  0.0025
O  -0.0802  0.213  0.0511
O  0.1378  0.3892  -0.2384
O  0.0061  0.4013  0.1279
O  0.1673  -0.171  -0.2567
O  0.4456  0.3211  -0.5923
O  0.303  0.3802  -0.0451
O  -0.6968  0.0177  -0.3238
O  0.258  -0.1874  -0.1191
O  -0.3238  -0.096  -0.4282
O  0.4114  -0.3815  -0.3903
O  -0.2048  0.0866  -0.1924
O  -0.1491  -0.6126  0.1161
O  0.1586  -0.5557  -0.2319
O  -0.3245  0.6076  -0.1417
O  -0.0596  -0.1229  -0.1704
O  -0.0535  -0.2931  -0.2702
O  -0.2081  -0.3728  0.1495
O  0.0048  0.1747  0.1487
O  0.2594  0.1247  0.2762
O  -0.266  0.0553  -0.009
O  -0.1066  -0.1007  0.5167
O  0.3013  0.1452  0.3118
O  -0.3475  0.0886  0.5169
O  -0.1904  0.0167  0.1746
O  -0.1653  -0.1699  0.5978
O  -0.5014  -0.2114  0.3965
O  0.2111  -0.3031  0.1399
O  0.2097  0.3155  -0.0182
O  -0.1073  -0.116  -0.1912
O  0.3349  -0.1628  -0.1374
O  -0.1822  -0.1179  0.2231
O  -0.1881  0.1277  -0.0085
O  -0.2737  0.5276  0.2327
O  -0.4584  0.1609  0.6484
O  -0.3437  -0.4506  0.0281
O  0.0338  -0.0353  0.3715
O  -0.0275  -0.1168  0.2745
O  0.0581  0.2257  -0.0096
O  0.4087  0.0879  0.1397
O  0.4407  -0.0006  0.2525
O  0.13  -0.4611  -0.1891
O  -0.2876  -0.1005  0.0596
O  -0.2946  -0.2031  0.3605
O  -0.5371  0.3918  0.1091
O  -0.1833  -0.0655  -0.5935
O  0.6344  0.1747  -0.0475
O  0.3918  0.5261  0.0336
O  -0.5716  0.5273  0.0283
O  -0.2332  -0.0389  -0.1661
O  -0.173  0.2143  0.3361
O  -0.0824  0.5029  0.3117
O  -0.4125  -0.5441  -0.1139
O  -0.1448  0.081  0.0944
O  0.0443  0.1589  -0.4749
O  -0.4334  0.2639  -0.498
O  -0.0211  -0.3103  -0.4452
O  0.142  0.0151  -0.152
O  -0.6298  -0.4189  -0.4566
O  0.0918  0.0239  -0.2315
O  0.1675  -0.1954  -0.3659
O  -0.3248  0.1751  -0.4559
O  0.0763  -0.4391  0.2733
O  -0.1509  0.6791  0.0574
O  0.2275  -0.3869  -0.2795
O  0.2843  -0.0537  -0.0826
O  -0.0432  0.1132  -0.1883
O  0.13  0.1975  -0.1219
O  -0.2843  -0.3623  -0.0764
O  0.101  0.0873  0.2093
O  0.1025  -0.2946  0.4982
O  0.3007  -0.4129  -0.0379
O  -0.267  0.4701  0.3818
O  -0.1859  -0.0611  0.0351
O  -0.3056  0.2928  -0.1968
O  0.1799  -0.3279  0.2472
O  -0.4521  -0.0715  0.3748
O  -0.0969  0.1643  0.4652
O  0.3646  -0.2836  0.3577
O  -0.3973  0.3621  -0.0385
O  0.0305  0.0438  0.0757
O  -0.3691  -0.3707  0.1176
O  -0.1797  -0.3405  0.5775
O  0.4967  0.3121  -0.1015
O  -0.5642  -0.3792  0.3099
O  -0.3013  0.3566  -0.4061
O  0.0732  0.3037  -0.2119
O  -0.388  -0.3047  -0.1135
O  -0.3394  -0.3949  -0.0379
O  0.2619  0.0432  0.336
O  -0.043  0.1058  -0.2229
O  -0.1372  0.1948  0.1477
O  0.2596  -0.364  -0.1238
O  -0.3151  -0.1897  0.1835
O  0.2601  -0.0235  0.0298
O  -0.2487  -0.6047  -0.3888
O  -0.3311  -0.0566  0.0847
O  -0.0975  -0.4468  0.5482
O  0.1406  -0.0547  -0.5445
O  -0.4339  -0.1246  0.3506
O  0.2359  -0.4298  0.0717
O  -0.5143  -0.1272  0.0164
O  -0.3772  0.2255  0.4012
O  0.4846  0.4895  0.1435
O  0.096  0.6174  -0.1354
O  -0.0354  -0.1461  -0.4308
O  0.382  -0.126  0.1533
O  -0.238  0.4719  0.1336
O  -0.014  0.1189  -0.4116
O  -0.0944  -0.2898  -0.4712
O  0.1926  -0.0597  0.2075
O  0.5495  0.4996  -0.3758
O  0.096  0.2806  0.2108
O  -0.6983  0.0116  0.158
O  -0.1821  0.19  0.1522
O  0.1877  0.0826  0.1491
O  -0.1308  0.101  -0.5526
O  0.6566  -0.1753  -0.0749
O  0.2243  0.2749  -0.5984
O  -0.1298  0.1102  0.1877
O  0.0595  0.1834  -0.5951
O  -0.2167  -0.4523  0.122
O  0.2332  0.3544  -0.2478
O  -0.1302  -0.624  0.0208
O  0.3277  -0.0996  -0.5354
O  -0.3218  0.1543  -0.5092
O  0.1278  0.2538  -0.1736
O  0.0538  -0.2554  -0.0419
O  0.2332  0.4397  -0.2601
O  -0.3702  0.1826  -0.5953
O  0.3041  -0.1062  0.1216
O  -0.0488  0.6321  0.1425
O  0.1853  0.5172  0.1803
O  -0.1544  -0.6999  0.2702
O  -0.6297  0.2301  -0.0259
O  0.3764  -0.4046  -0.2456
O  0.1214  0.2687  0.1031
O  -0.6144  0.1557  0.0858
O  -0.5757  0.2342  0.333
O  0.3307  0.0166  0.3042
O  -0.092  -0.2365  0.349
O  -0.4426  0.1531  0.106
O  0.16  0.0159  0.0229
O  0.0338  0.0081  0.6334
O  0.2463  0.506  -0.2153
O  0.1581  -0.1111  0.4068
O  0.4023  0.3863  -0.1246
O  -0.297  -0.0832  -0.2844
O  -0.1046  0.6187  0.4424
O  -0.204  -0.4636  0.1027
O  0.3469  0.492  -0.1941
O  -0.0885  -0.5871  -0.1538
O  -0.1127  0.2393  -0.1945
O  0.3527  -0.2022  -0.1984
O  0.2052  0.1225  -0.103
O  0.2914  -0.0564  -0.2589
O  0.2318  -0.1061  0.3072
O  0.2239  0.0411  -0.4442
O  0.0585  0.2195  0.1771
O  0.306  0.0696  0.5679
O  -0.2324  -0.2853  0.1022
O  0.4665  -0.2347  0.3165
O  0.2293  0.0595  0.2219
O  -0.1082  0.1479  -0.5128
O  -0.3461  0.4372  0.202
O  -0.1104  -0.3598  0.3776
O  -0.291  -0.0757  -0.2605
O  0.1867  -0.2798  -0.2617
O  -0.0139  0.1332  -0.1962
O  0.3064  0.3979  -0.1769
O  0.3202  -0.1304  0.0423
O  0.6896  0.1879  0.3356
O  -0.0136  -0.2079  -0.5931
O  -0.1617  0.6013  -0.0248
O  -0.1656  0.3474  0.1089
O  0.5862  0.2109  -0.1215
O  -0.2539  -0.0405  0.4997
O  -0.0292  0.2479  -0.4897
O  0.3779  -0.1635  -0.1546
O  0.0627  0.2605  0.191
O  0.0756  -0.493  0.0801
O  -0.1445  -0.2744  0.0697
O  0.1554  0.0065  0.4737
O  0.0815  -0.5027  0.0143
O  0.0758  -0.3388  -0.1104
O  -0.0492  -0.0782  -0.459
O  0.3755  -0.1959  0.4482
O  0.3231  -0.1595  -0.1505
O  -0.1522  0.0381  0.2828
O  -0.3628  -0.1911  0.117
O  -0.2784  0.4871  0.3093
O  -0.2016  -0.11  -0.0054
O  -0.2891  0.1222  -0.3763
O  -0.3211  0.4099  -0.0272
O  -0.4008  -0.5212  -0.5367
O  -0.6865  -0.0993  0.1117
O  0.1267  0.5728  0.0783
O  0.4389  -0.0248  0.0195
O  -0.576  0.0336  -0.0987
O  0.3303  -0.2172  -0.1502
O  -0.3783  0.1594  0.0772
O  -0.5338  -0.1425  -0.447
O  0.3358  -0.6459  -0.122
O  0.332  -0.1066  -0.1297
O  0.5649  0.0485  0.1028
O  -0.0373  -0.2519  0.0592
O  0.1852  0.6579  0.0808
O  0.0971  -0.2442  0.0399
O  0.1021  -0.5302  0.2859
O  -0.0488  0.5086  -0.3135
O  0.2065  0.0938  0.0227
O  -0.2072  -0.0416  0.6366
O  -0.5628  -0.176  0.3373
O  0.352  0.3735  -0.3645
O  0.1865  -0.2365  -0.0029
O  -0.529  0.2656  -0.142
O  0.2457  -0.2875  -0.5193
O  -0.3257  0.1565  -0.392
O  0.0925  0.2334  0.4033
O  0.1728  0.3226  -0.1978
O  -0.0981  0.1454  0.5632
O  -0.3778  0.0556  0.145
O  -0.2226  0.3432  -0.263
O  -0.3497  0.0475  -0.3778
O  -0.1199  -0.1378  0.0592
O  -0.0475  0.3987  -0.4393
O  0.3175  0.2864  0.3748
O  0.0784  0.0695  0.0244
O  -0.3966  0.4669  -0.3141
O  -0.0809  -0.3202  0.5909
O  0.473  -0.1463  0.1763
O  -0.1301  0.4306  0.0967
O  0.4361  -0.4432  -0.4768
O  0.4667  0.1592  -0.146
O  -0.279  -0.4642  0.5134
O  0.3032  0.0981  -0.4976
O  -0.0384  0.2695  -0.5735
O  0.0099  0.0571  0.0723
O  -0.1829  0.0446  -0.0335
O  -0.4026  -0.1027  -0.3064
O  0.2261  0.0944  -0.5253
O  0.0465  -0.2665  -0.1255
O  -0.0424  0.3218  -0.6749
O  -0.2691  0.1257  0.5314
O  0.1948  0.3376  -0.5823
O  0.0738  -0.5683  0.3119
O  -0.4703  0.0608  -0.1104
O  0.0471  -0.1227  0.2756
O  0.3071  -0.0735  0.2416
O  0.1256  -0.1069  -0.3752
O  0.0459  0.1334  -0.2345
O  0.4359  0.0696  0.2877
O  -0.0814  0.384  0.0738
O  0.4809  0.1028  0.1539
O  0.1674  -0.2016  -0.3728
O  -0.7811  -0.2864  0.1966
O  0.5143  0.0051  0.0261
O  0.2989  -0.2431  -0.5262
O  -0.3315  -0.5446  0.0994
O  0.0958  0.089  0.7236
O  -0.1572  -0.1488  -0.4821
O  0.4974  0.2471  0.213
O  -0.4773  0.0711  -0.0135
O  0.6881  -0.4088  0.1781
O  -0.2396  -0.0519  0.2215
O  -0.4065  0.2284  -0.1634
O  0.2148  -0.3019  0.403
O  -0.3602  -0.1124  -0.4051
O  -0.404  -0.0157  -0.3814
O  -0.0313  0.0659  0.2603
O  0.5089  -0.0266  0.2062
O  0.174  -0.0546  0.2367
O  0.1672  0.0793  0.4153
O  0.2715  0.3875  -0.2527
O  0.0541  -0.0067  -0.3628
O  -0.7388  -0.2948  -0.2771
O  -0.5382  0.0838  0.2048
O  -0.0333  -0.1369  -0.3722
O  -0.1306  0.2227  0.1499
O  0.2003  0.0316  -0.2441
O  -0.4719  0.1016  0.0364
O  0.0144  -0.0656  0.6032
O  -0.2085  -0.707  0.2715
O  0.2515  -0.0016  0.7386
O  0.5148  0.5195  -0.0183
O  -0.425  0.3939  -0.1297
O  -0.2775  0.1277  -0.4291
O  0.1305  0.2413  -0.3372
O  -0.5522  -0.3386  0.3959
O  0.7474  0.0631  0.2171
O  0.3538  -0.2534  0.0194
O  0.3297  -0.0744  -0.1656
